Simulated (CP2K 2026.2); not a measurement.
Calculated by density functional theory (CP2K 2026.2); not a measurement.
Periodic cell of 2136 atoms, Si1432O704, from a study of silicon, its oxide and their interface. The atomic structure is a simulated model.
Doubt: the forces sum to 1.64 eV/angstrom along one axis rather than to zero, so they err by at least 0.0008 eV/angstrom per atom on average; the grid cutoff is modest.

Settings: functional PBE; method Gaussian and plane waves; basis set DZVP-MOLOPT-SR-GTH; pseudopotentials GTH-PBE; grid cutoff 300 Ry, relative cutoff 40 Ry; k points Gamma only; occupations fixed; spin none; net charge 0.

Cell vectors (angstrom)
a	32.664	0	0
b	0	32.664	0
c	0.3161	-0.2792	35.2513

Atoms: element, x, y, z (angstrom)
Si	-0.122	0.33	0.11
Si	2.412	2.935	0.093
Si	0.438	5.46	0.067
Si	2.528	8.257	0.228
Si	0.439	10.592	0.204
Si	3.252	12.765	-0.007
Si	0.071	16.508	0.011
Si	2.601	19.033	0.394
Si	0.254	21.071	-0.05
Si	2.247	24.12	-0.011
Si	-0.332	27.625	0.003
Si	3.241	29.524	-0.311
Si	5.982	-0.594	0.018
Si	8.113	2.923	0.038
Si	5.894	5.21	-0.045
Si	7.614	8.517	-0.001
Si	5.542	10.755	0.439
Si	8.239	13.516	0.318
Si	6.031	15.703	-0.028
Si	8.011	19.2	-0.062
Si	5.615	21.278	-0.077
Si	8.736	23.819	-0.526
Si	5.357	27.19	0.221
Si	8.199	29.785	0.404
Si	11.134	-0.219	0.052
Si	13.487	3.027	-0.004
Si	11.252	5.248	-0.114
Si	13.968	7.753	0.174
Si	10.368	11.257	0.038
Si	13.244	13.984	-0.017
Si	11.068	16.207	0.139
Si	13.196	19.486	-0.089
Si	10.978	21.67	0.221
Si	13.752	24.333	0.134
Si	10.396	27.613	-0.098
Si	13.331	30.214	-0.073
Si	16.565	-0.16	0.203
Si	18.464	3.391	0.134
Si	16.232	5.631	0.447
Si	19.381	7.975	0.049
Si	16.317	10.851	0.275
Si	18.715	13.909	0.107
Si	16.523	16.15	0.053
Si	19.149	18.926	-0.146
Si	15.957	22.161	-0.099
Si	18.738	25.121	-0.14
Si	16.384	27.279	-0.033
Si	18.78	30.346	0.181
Si	21.812	0.506	0.173
Si	24.674	2.493	0.359
Si	21.38	5.613	0.278
Si	24.474	8.178	0.385
Si	22.369	10.474	-0.092
Si	24.614	13.572	-0.154
Si	21.256	16.58	-0.166
Si	24.217	19.499	0.094
Si	22.03	21.738	0.084
Si	24.114	24.781	-0.016
Si	22.023	27.145	0.009
Si	24.835	29.864	0.021
Si	26.959	0.302	0.124
Si	30.284	2.58	0.113
Si	26.555	5.856	-0.053
Si	29.824	8.28	0.231
Si	27.59	10.492	0.163
Si	29.555	13.921	-0.312
Si	27.378	16.221	0.066
Si	30.269	18.491	0.152
Si	27.165	21.683	0.179
Si	29.97	24.285	-0.204
Si	27.176	27.729	0.076
Si	30.131	29.831	0.286
Si	1.379	1.416	1.524
Si	4.177	4.065	1.166
Si	1.399	6.843	1.651
Si	4.112	9.36	1.578
Si	1.619	12.034	1.562
Si	4.226	14.676	1.154
Si	1.389	17.539	1.623
Si	4.151	20.324	1.49
Si	1.135	22.805	1.451
Si	3.918	25.583	1.139
Si	1.466	28.611	1.138
Si	4.165	31.168	1.189
Si	6.952	1.226	1.231
Si	9.637	4.16	1.296
Si	6.808	6.812	1.432
Si	9.35	9.559	1.295
Si	6.888	12.178	1.664
Si	9.601	14.977	1.509
Si	6.939	17.511	1.253
Si	9.497	20.326	1.403
Si	6.894	22.993	0.96
Si	9.479	25.715	1.002
Si	6.793	28.393	1.617
Si	9.619	31.291	1.47
Si	12.304	1.407	1.297
Si	14.869	4.131	1.562
Si	12.29	6.722	1.413
Si	14.898	9.498	1.494
Si	12.119	12.322	1.277
Si	14.934	14.969	1.312
Si	12.242	17.819	1.343
Si	14.859	20.545	1.25
Si	12.294	23.115	1.485
Si	14.932	25.975	1.317
Si	12.13	28.631	1.231
Si	14.919	31.299	1.35
Si	17.619	1.547	1.415
Si	20.166	4.18	1.597
Si	17.732	7.021	1.511
Si	20.588	9.555	1.277
Si	17.758	12.235	1.463
Si	20.315	15.056	1.361
Si	17.685	17.749	1.311
Si	20.368	20.476	1.187
Si	17.674	23.31	1.077
Si	20.369	26.042	1.297
Si	17.592	28.736	1.401
Si	20.384	31.619	1.331
Si	23.192	1.404	1.763
Si	25.771	4.214	1.46
Si	23.042	6.749	1.522
Si	25.942	9.532	1.547
Si	23.257	12.213	1.241
Si	25.896	14.909	1.292
Si	23.017	17.708	1.084
Si	25.729	20.501	1.555
Si	23.101	23.268	1.473
Si	25.89	25.955	1.12
Si	23.182	28.734	1.281
Si	25.882	31.382	1.475
Si	28.603	1.464	1.336
Si	31.402	4.234	1.305
Si	28.444	6.721	1.273
Si	31.399	9.515	1.433
Si	28.64	12.29	1.237
Si	31.408	14.808	1.041
Si	28.587	17.603	1.47
Si	31.286	20.21	1.367
Si	28.483	23.23	1.315
Si	31.274	25.805	1.158
Si	28.608	28.683	1.619
Si	31.456	31.351	1.401
Si	0.012	2.833	2.79
Si	2.828	-0.071	2.621
Si	-0.023	8.169	2.905
Si	2.862	5.378	2.734
Si	0.076	13.515	2.588
Si	2.824	10.714	2.995
Si	-0.029	18.947	2.849
Si	2.88	16.09	2.65
Si	-0.112	24.413	2.641
Si	2.724	21.678	2.776
Si	0.179	29.944	2.657
Si	2.684	27.099	2.542
Si	5.524	2.643	2.554
Si	8.229	-0.007	2.754
Si	5.458	8.02	2.899
Si	8.274	5.483	2.704
Si	5.442	13.546	2.841
Si	8.209	10.786	2.929
Si	5.526	18.858	2.685
Si	8.223	16.328	2.806
Si	5.472	24.341	2.447
Si	8.119	21.765	2.619
Si	5.404	29.875	2.764
Si	8.223	26.946	2.683
Si	10.912	2.733	2.69
Si	13.609	0.038	2.716
Si	10.841	8.187	2.602
Si	13.531	5.449	2.919
Si	10.93	13.604	2.833
Si	13.47	10.921	2.68
Si	10.859	19.025	2.785
Si	13.636	16.41	2.673
Si	10.841	24.554	2.606
Si	13.627	21.777	2.817
Si	10.931	29.91	2.79
Si	13.505	27.281	2.631
Si	16.241	2.757	2.859
Si	19.011	0.188	2.78
Si	16.337	8.289	2.879
Si	18.934	5.583	2.952
Si	16.26	13.578	2.718
Si	19.198	10.896	2.705
Si	16.262	19.135	2.577
Si	18.995	16.4	2.754
Si	16.356	24.597	2.617
Si	18.992	21.886	2.503
Si	16.221	29.991	2.792
Si	19.021	27.37	2.695
Si	21.667	2.811	2.869
Si	24.535	-0.037	2.948
Si	21.752	8.201	2.819
Si	24.412	5.443	2.889
Si	21.79	13.605	2.562
Si	24.55	10.955	2.772
Si	21.717	19.073	2.577
Si	24.431	16.343	2.504
Si	21.652	24.613	2.705
Si	24.439	21.915	2.855
Si	21.764	30.114	2.612
Si	24.537	27.303	2.608
Si	27.239	2.817	2.726
Si	29.984	0.057	2.694
Si	27.256	8.092	2.809
Si	29.891	5.434	2.662
Si	27.253	13.572	2.678
Si	30.014	10.953	2.681
Si	27.197	19.052	2.724
Si	30.037	16.154	2.641
Si	27.146	24.602	2.642
Si	29.917	21.756	2.592
Si	27.234	30.062	2.876
Si	29.974	27.124	2.696
Si	1.444	4.093	4.12
Si	4.165	1.327	3.991
Si	1.37	9.446	4.281
Si	4.109	6.691	4.221
Si	1.409	14.862	4.021
Si	4.144	12.179	4.242
Si	1.373	20.323	4.132
Si	4.142	17.54	4.053
Si	1.325	25.786	3.958
Si	4.133	23.089	3.992
Si	1.468	31.288	4.056
Si	4.023	28.462	4.014
Si	6.86	4.042	3.98
Si	9.563	1.375	4.09
Si	6.807	9.444	4.22
Si	9.57	6.838	4.092
Si	6.822	14.956	4.133
Si	9.57	12.226	4.189
Si	6.816	20.351	4.015
Si	9.547	17.679	4.174
Si	6.759	25.688	3.983
Si	9.493	23.145	3.983
Si	6.813	31.273	4.06
Si	9.532	28.459	4.03
Si	12.196	4.043	4.187
Si	14.919	1.355	4.17
Si	12.168	9.536	4.053
Si	14.969	6.843	4.173
Si	12.296	15.028	4.096
Si	14.895	12.241	4.073
Si	12.227	20.413	4.116
Si	14.98	17.759	4.034
Si	12.194	25.892	4.016
Si	15.017	23.212	4.042
Si	12.27	31.319	4.106
Si	14.872	28.591	4.082
Si	17.593	4.14	4.218
Si	20.364	1.426	4.223
Si	17.761	9.623	4.143
Si	20.388	6.889	4.227
Si	17.629	14.986	4.057
Si	20.484	12.293	4.049
Si	17.654	20.507	3.921
Si	20.403	17.754	4.041
Si	17.689	25.933	4.029
Si	20.324	23.179	3.995
Si	17.639	31.395	4.077
Si	20.416	28.724	4.012
Si	23.057	4.117	4.233
Si	25.915	1.425	4.141
Si	23.163	9.569	4.11
Si	25.843	6.802	4.172
Si	23.127	14.992	3.946
Si	25.901	12.285	4.11
Si	23.054	20.425	4.027
Si	25.799	17.652	3.977
Si	23.122	25.96	3.993
Si	25.865	23.247	4.103
Si	23.092	31.291	4.17
Si	25.84	28.613	4.09
Si	28.612	4.092	4.118
Si	31.315	1.41	4.087
Si	28.64	9.541	4.058
Si	31.234	6.771	4.119
Si	28.628	14.902	4.043
Si	31.379	12.245	4.066
Si	28.578	20.426	4.028
Si	31.274	17.562	4.106
Si	28.558	25.854	4.062
Si	31.229	23.085	4.037
Si	28.657	31.397	4.137
Si	31.396	28.548	3.974
Si	0.054	-0.001	5.384
Si	2.785	2.661	5.411
Si	0.023	5.44	5.452
Si	2.749	8.073	5.569
Si	0.011	10.888	5.514
Si	2.719	13.552	5.491
Si	0.054	16.252	5.41
Si	2.761	18.939	5.414
Si	-0.011	21.75	5.401
Si	2.743	24.466	5.335
Si	0.031	27.174	5.375
Si	2.748	29.872	5.422
Si	5.479	-0.017	5.421
Si	8.182	2.722	5.429
Si	5.525	5.34	5.473
Si	8.208	8.119	5.528
Si	5.499	10.837	5.579
Si	8.18	13.594	5.496
Si	5.479	16.293	5.505
Si	8.176	19.075	5.46
Si	5.445	21.708	5.386
Si	8.13	24.423	5.414
Si	5.437	27.125	5.347
Si	8.166	29.863	5.38
Si	10.89	-0.006	5.456
Si	13.571	2.709	5.532
Si	10.872	5.459	5.496
Si	13.571	8.215	5.455
Si	10.905	10.869	5.525
Si	13.615	13.641	5.463
Si	10.919	16.326	5.495
Si	13.608	19.063	5.445
Si	10.857	21.814	5.404
Si	13.593	24.541	5.374
Si	10.881	27.199	5.46
Si	13.589	29.959	5.49
Si	16.302	0.025	5.513
Si	18.993	2.785	5.55
Si	16.266	5.483	5.576
Si	19.035	8.242	5.554
Si	16.322	10.944	5.45
Si	19.05	13.635	5.386
Si	16.311	16.377	5.416
Si	19.012	19.137	5.339
Si	16.345	21.824	5.388
Si	19.014	24.544	5.394
Si	16.289	27.246	5.404
Si	19.027	30.02	5.413
Si	21.745	0.022	5.509
Si	24.484	2.73	5.501
Si	21.736	5.506	5.567
Si	24.498	8.2	5.492
Si	21.802	10.934	5.457
Si	24.494	13.668	5.387
Si	21.771	16.346	5.354
Si	24.461	19.047	5.353
Si	21.698	21.807	5.364
Si	24.457	24.59	5.404
Si	21.765	27.314	5.371
Si	24.471	29.928	5.483
Si	27.27	0.058	5.496
Si	29.962	2.728	5.481
Si	27.228	5.434	5.486
Si	29.941	8.176	5.479
Si	27.252	10.881	5.432
Si	29.983	13.574	5.432
Si	27.213	16.309	5.346
Si	29.919	19.017	5.394
Si	27.223	21.802	5.396
Si	29.897	24.453	5.41
Si	27.221	27.244	5.415
Si	30.024	29.928	5.371
Si	1.406	1.328	6.782
Si	4.127	4.009	6.815
Si	1.354	6.751	6.888
Si	4.105	9.477	6.891
Si	1.369	12.229	6.874
Si	4.089	14.937	6.832
Si	1.382	17.629	6.789
Si	4.09	20.358	6.763
Si	1.375	23.114	6.731
Si	4.078	25.81	6.75
Si	1.372	28.531	6.775
Si	4.117	31.257	6.768
Si	6.829	1.343	6.796
Si	9.508	4.085	6.836
Si	6.84	6.741	6.853
Si	9.544	9.512	6.88
Si	6.848	12.235	6.89
Si	9.544	14.965	6.844
Si	6.822	17.701	6.825
Si	9.53	20.445	6.805
Si	6.791	23.069	6.786
Si	9.49	25.824	6.777
Si	6.79	28.514	6.738
Si	9.514	31.255	6.768
Si	12.221	1.337	6.865
Si	14.92	4.09	6.895
Si	12.248	6.825	6.842
Si	14.965	9.56	6.814
Si	12.271	12.266	6.841
Si	14.976	15.009	6.807
Si	12.266	17.708	6.834
Si	14.976	20.457	6.761
Si	12.238	23.172	6.757
Si	14.939	25.887	6.776
Si	12.218	28.586	6.827
Si	14.957	31.305	6.857
Si	17.649	1.391	6.884
Si	20.374	4.125	6.899
Si	17.671	6.846	6.883
Si	20.433	9.596	6.854
Si	17.693	12.3	6.798
Si	20.411	15.001	6.745
Si	17.686	17.752	6.738
Si	20.363	20.456	6.748
Si	17.677	23.177	6.773
Si	20.408	25.91	6.723
Si	17.668	28.616	6.758
Si	20.37	31.331	6.844
Si	23.129	1.364	6.856
Si	25.859	4.084	6.851
Si	23.137	6.853	6.871
Si	25.88	9.55	6.819
Si	23.16	12.303	6.787
Si	25.867	14.988	6.762
Si	23.123	17.694	6.741
Si	25.834	20.416	6.715
Si	23.097	23.169	6.714
Si	25.848	25.897	6.779
Si	23.107	28.59	6.826
Si	25.866	31.321	6.79
Si	28.614	1.387	6.864
Si	31.344	4.074	6.823
Si	28.579	6.81	6.833
Si	31.308	9.514	6.846
Si	28.61	12.231	6.796
Si	31.329	14.944	6.79
Si	28.543	17.681	6.748
Si	31.3	20.376	6.757
Si	28.573	23.114	6.801
Si	31.305	25.828	6.731
Si	28.619	28.595	6.74
Si	31.362	31.289	6.755
Si	0.016	2.676	13.601
Si	2.741	-0.052	13.627
Si	-0.026	8.187	13.558
Si	2.724	5.392	13.598
Si	0.004	13.608	13.628
Si	2.717	10.909	13.589
Si	0.013	19.063	13.598
Si	2.701	16.326	13.647
Si	0.011	24.495	13.581
Si	2.728	21.748	13.63
Si	-0.006	29.884	13.592
Si	2.698	27.201	13.572
Si	5.482	2.686	13.648
Si	8.179	0.056	13.681
Si	5.436	8.151	13.629
Si	8.193	5.415	13.656
Si	5.428	13.637	13.607
Si	8.186	10.909	13.592
Si	5.411	19.038	13.684
Si	8.139	16.349	13.623
Si	5.426	24.466	13.632
Si	8.153	21.763	13.612
Si	5.441	29.971	13.653
Si	8.172	27.22	13.651
Si	10.855	2.761	13.701
Si	13.592	0.016	13.665
Si	10.926	8.152	13.645
Si	13.582	5.464	13.712
Si	10.899	13.653	13.622
Si	13.655	10.909	13.642
Si	10.883	19.061	13.631
Si	13.617	16.37	13.613
Si	10.864	24.521	13.62
Si	13.603	21.789	13.592
Si	10.892	29.972	13.676
Si	13.62	27.242	13.598
Si	16.293	2.716	13.696
Si	19.023	0.003	13.596
Si	16.343	8.182	13.69
Si	19.044	5.463	13.665
Si	16.361	13.634	13.611
Si	19.063	10.926	13.618
Si	16.341	19.079	13.572
Si	19.07	16.371	13.598
Si	16.336	24.494	13.607
Si	19.071	21.796	13.606
Si	16.331	29.944	13.608
Si	19.07	27.198	13.581
Si	21.791	2.729	13.622
Si	24.521	-0.022	13.585
Si	21.784	8.169	13.616
Si	24.512	5.461	13.577
Si	21.772	13.603	13.576
Si	24.515	10.872	13.61
Si	21.743	19.094	13.557
Si	24.46	16.336	13.529
Si	21.767	24.51	13.571
Si	24.468	21.776	13.539
Si	21.796	29.903	13.581
Si	24.516	27.177	13.579
Si	27.194	2.664	13.565
Si	29.945	-0.049	13.568
Si	27.229	8.16	13.637
Si	29.915	5.432	13.592
Si	27.239	13.597	13.562
Si	29.96	10.895	13.633
Si	27.193	19.064	13.49
Si	29.973	16.342	13.579
Si	27.209	24.509	13.569
Si	29.933	21.795	13.562
Si	27.24	29.875	13.589
Si	29.943	27.212	13.563
Si	1.374	4.034	14.969
Si	4.105	1.32	14.985
Si	1.319	9.564	14.907
Si	4.079	6.742	14.959
Si	1.346	14.956	15.022
Si	4.054	12.289	14.953
Si	1.379	20.384	15.003
Si	4.033	17.66	15.063
Si	1.365	25.85	14.967
Si	4.06	23.108	15.021
Si	1.361	31.227	14.955
Si	4.011	28.594	14.935
Si	6.845	4.05	15.023
Si	9.496	1.447	15.11
Si	6.83	9.541	14.931
Si	9.585	6.766	15.003
Si	6.763	15.002	14.985
Si	9.505	12.305	14.956
Si	6.806	20.415	15.009
Si	9.499	17.697	14.985
Si	6.793	25.837	14.98
Si	9.504	23.134	14.967
Si	6.801	31.378	15.02
Si	9.545	28.586	15.026
Si	12.19	4.126	15.092
Si	14.913	1.363	15.08
Si	12.3	9.524	14.98
Si	14.956	6.828	15.062
Si	12.262	15.013	14.989
Si	15.011	12.286	14.998
Si	12.248	20.441	14.971
Si	14.989	17.74	14.953
Si	12.243	25.908	14.949
Si	14.973	23.122	14.96
Si	12.242	31.357	15.063
Si	14.978	28.597	14.975
Si	17.656	4.111	15.025
Si	20.402	1.347	14.934
Si	17.74	9.561	15.008
Si	20.44	6.818	15.007
Si	17.738	14.985	14.956
Si	20.439	12.258	14.987
Si	17.715	20.399	14.946
Si	20.416	17.749	14.961
Si	17.718	25.852	14.956
Si	20.428	23.18	14.973
Si	17.69	31.297	14.971
Si	20.453	28.526	14.942
Si	23.175	4.114	14.949
Si	25.885	1.295	14.981
Si	23.165	9.496	14.983
Si	25.836	6.805	14.984
Si	23.132	14.953	14.913
Si	25.896	12.237	14.939
Si	23.081	20.46	14.92
Si	25.807	17.734	14.835
Si	23.145	25.833	14.95
Si	25.81	23.142	14.892
Si	23.176	31.259	14.919
Si	25.891	28.5	14.959
Si	28.518	4.047	14.902
Si	31.297	1.308	14.926
Si	28.625	9.502	14.988
Si	31.258	6.857	14.909
Si	28.635	14.934	14.899
Si	31.325	12.256	15.014
Si	28.529	20.418	14.86
Si	31.324	17.711	14.959
Si	28.592	25.866	14.929
Si	31.308	23.15	14.937
Si	28.619	31.224	14.937
Si	31.274	28.549	14.973
Si	-0.038	-0.105	16.269
Si	2.742	2.653	16.337
Si	-0.061	5.459	16.175
Si	2.652	8.153	16.179
Si	0.02	10.88	16.385
Si	2.679	13.568	16.405
Si	0	16.348	16.368
Si	2.681	19.021	16.46
Si	0.011	21.787	16.292
Si	2.681	24.481	16.371
Si	-0.018	27.2	16.317
Si	2.688	29.907	16.395
Si	5.455	0.059	16.452
Si	8.154	2.805	16.568
Si	5.447	5.374	16.331
Si	8.199	8.15	16.246
Si	5.484	10.959	16.233
Si	8.132	13.668	16.333
Si	5.368	16.254	16.425
Si	8.133	19.02	16.377
Si	5.466	21.78	16.387
Si	8.169	24.484	16.356
Si	5.359	27.219	16.234
Si	8.178	30.006	16.319
Si	10.922	0.136	16.431
Si	13.548	2.782	16.445
Si	10.857	5.464	16.544
Si	13.594	8.179	16.446
Si	10.93	10.948	16.219
Si	13.68	13.696	16.342
Si	10.845	16.333	16.348
Si	13.612	19.084	16.325
Si	10.866	21.784	16.328
Si	13.588	24.517	16.258
Si	10.953	27.255	16.405
Si	13.61	29.933	16.365
Si	16.282	-0.075	16.369
Si	19.075	2.74	16.297
Si	16.299	5.463	16.436
Si	19.128	8.218	16.375
Si	16.356	10.9	16.361
Si	19.095	13.637	16.351
Si	16.396	16.39	16.268
Si	19.079	19.105	16.382
Si	16.343	21.727	16.295
Si	19.07	24.519	16.359
Si	16.383	27.24	16.294
Si	19.106	29.916	16.258
Si	21.755	-0.078	16.229
Si	24.525	2.728	16.275
Si	21.846	5.472	16.351
Si	24.485	8.134	16.405
Si	21.809	10.857	16.32
Si	24.501	13.581	16.263
Si	21.774	16.329	16.25
Si	24.429	19.067	16.218
Si	21.794	21.848	16.358
Si	24.429	24.413	16.326
Si	21.846	27.213	16.339
Si	24.549	29.898	16.279
Si	27.253	-0.143	16.312
Si	29.875	2.671	16.215
Si	27.2	5.419	16.296
Si	29.984	8.178	16.415
Si	27.266	10.873	16.303
Si	29.992	13.645	16.374
Si	27.186	16.32	16.074
Si	29.902	19.097	16.221
Si	27.167	21.78	16.209
Si	29.963	24.538	16.291
Si	27.236	27.143	16.37
Si	29.933	29.899	16.386
Si	1.308	1.247	17.583
Si	4.111	3.998	17.725
Si	1.225	6.855	17.524
Si	4.09	9.518	17.394
Si	1.363	12.194	17.823
Si	4.006	14.863	17.846
Si	1.29	17.639	17.859
Si	4.14	20.38	17.742
Si	1.295	23.127	17.757
Si	4.061	25.885	17.672
Si	1.256	28.551	17.747
Si	4.097	31.276	17.731
Si	6.741	1.463	17.934
Si	9.47	4.202	18.051
Si	6.867	6.767	17.592
Si	9.572	9.566	17.501
Si	6.747	12.343	17.689
Si	9.485	14.982	17.746
Si	6.739	17.633	17.736
Si	9.521	20.399	17.7
Si	6.788	23.187	17.776
Si	9.573	25.845	17.675
Si	6.692	28.63	17.51
Si	9.572	31.379	17.677
Si	12.199	1.537	17.927
Si	14.882	4.128	17.831
Si	12.232	6.854	17.893
Si	14.977	9.571	17.754
Si	12.262	12.302	17.594
Si	15.068	15.109	17.68
Si	12.205	17.731	17.643
Si	15.019	20.378	17.707
Si	12.228	23.194	17.642
Si	14.976	25.87	17.569
Si	12.325	28.624	17.832
Si	14.927	31.214	17.807
Si	17.712	1.324	17.571
Si	20.476	4.095	17.647
Si	17.709	6.892	17.682
Si	20.561	9.5	17.791
Si	17.746	12.245	17.694
Si	20.469	15.024	17.696
Si	17.762	17.642	17.706
Si	20.405	20.567	17.72
Si	17.676	23.094	17.647
Si	20.492	25.874	17.711
Si	17.759	28.617	17.643
Si	20.528	31.156	17.649
Si	23.077	1.344	17.493
Si	25.884	4.051	17.69
Si	23.132	6.786	17.86
Si	25.915	9.514	17.669
Si	23.181	12.191	17.652
Si	25.89	15.012	17.484
Si	23.132	17.659	17.592
Si	25.713	20.493	17.546
Si	23.116	23.134	17.871
Si	25.842	25.684	17.645
Si	23.247	28.582	17.694
Si	25.919	31.138	17.716
Si	28.655	1.205	17.602
Si	31.149	4.173	17.467
Si	28.562	6.755	17.67
Si	31.376	9.559	17.827
Si	28.639	12.218	17.661
Si	31.32	15.053	17.791
Si	28.498	17.651	17.414
Si	31.244	20.477	17.59
Si	28.567	23.128	17.525
Si	31.34	25.851	17.726
Si	28.559	28.549	17.77
Si	31.341	31.244	17.754
Si	-0.157	2.765	18.621
Si	2.636	-0.1	19.044
Si	0.018	8.049	19.166
Si	2.636	5.527	18.738
Si	0.068	13.671	19.205
Si	2.837	10.667	18.94
Si	-0.252	19.047	19.01
Si	2.696	16.245	19.27
Si	-0.156	24.421	19.209
Si	2.834	21.82	19.021
Si	-0.047	29.887	19.241
Si	2.539	27.075	19.025
Si	5.386	2.81	19.445
Si	8.194	0.019	19.075
Si	5.443	8.185	18.701
Si	8.036	5.678	19.338
Si	5.325	13.458	19.275
Si	8.207	10.918	18.791
Si	5.398	18.956	19.171
Si	8.071	16.277	19.14
Si	5.516	24.709	19.111
Si	8.12	21.731	19.07
Si	5.425	29.841	19.068
Si	8.147	27.352	18.733
Si	10.853	2.907	19.526
Si	13.603	0.053	19.13
Si	10.81	8.343	19.063
Si	13.608	5.558	19.362
Si	10.89	13.583	19.009
Si	13.604	11.002	19.012
Si	10.917	19.053	19.085
Si	13.584	16.443	18.989
Si	10.884	24.505	19.12
Si	13.669	21.857	18.94
Si	10.982	30.13	19.11
Si	13.762	27.17	19.091
Si	16.342	2.637	18.942
Si	19.03	-0.165	18.815
Si	16.378	8.26	19.115
Si	19.184	5.553	18.938
Si	16.453	13.712	19.003
Si	19.188	10.915	19.041
Si	16.371	18.949	19.058
Si	19.117	16.312	19.171
Si	16.302	24.493	18.903
Si	19.01	21.902	19.176
Si	16.36	29.784	19.129
Si	19.205	27.362	18.995
Si	21.719	2.606	18.966
Si	24.508	0.008	18.738
Si	21.854	8.183	19.375
Si	24.483	5.321	19.152
Si	21.891	13.646	18.958
Si	24.561	10.847	19.037
Si	21.759	19.06	18.887
Si	24.616	16.347	18.907
Si	21.726	24.527	19.244
Si	24.481	21.701	19.222
Si	21.969	29.929	19.173
Si	24.594	27.131	18.96
Si	27.313	2.583	18.876
Si	30.025	-0.03	19.11
Si	27.239	8.123	19.029
Si	29.871	5.375	19.056
Si	27.193	13.626	18.819
Si	30.018	10.998	19.164
Si	27.157	19.075	18.638
Si	29.703	16.412	18.969
Si	27.181	24.276	18.996
Si	29.939	21.91	18.948
Si	27.191	29.802	19.292
Si	29.993	27.207	19.09
Si	1.37	3.949	19.884
Si	3.386	1.662	20.376
Si	1.902	8.954	20.25
Si	4.068	6.824	19.954
Si	1.411	14.936	20.788
Si	4.392	11.53	20.5
Si	1.226	20.493	20.046
Si	4.267	17.378	20.596
Si	1.474	25.488	20.499
Si	3.936	23.506	20.344
Si	1.649	30.989	20.479
Si	3.748	28.59	20.243
Si	6.263	4.729	20.677
Si	9.585	1.169	20.6
Si	6.76	9.581	19.994
Si	9.044	7.579	20.45
Si	6.461	15.112	20.511
Si	9.727	11.938	20.231
Si	7.033	20.095	20.396
Si	9.276	17.908	20.345
Si	7.061	26.146	20.365
Si	9.774	22.793	20.33
Si	7.082	31.024	20.284
Si	9.271	28.893	20.025
Si	12.271	4.392	20.957
Si	15.354	1.014	20.346
Si	12.045	9.876	20.357
Si	15.434	6.612	20.517
Si	12.509	14.77	20.211
Si	14.783	12.643	20.203
Si	12.152	20.716	20.265
Si	15.002	17.616	20.473
Si	12.543	25.645	20.368
Si	14.742	23.431	20.33
Si	11.997	31.769	20.561
Si	15.531	27.989	20.487
Si	17.602	4.266	19.973
Si	20.552	0.908	20.141
Si	17.985	9.417	20.362
Si	20.092	7.049	20.55
Si	18.114	14.592	20.471
Si	20.444	12.439	20.313
Si	17.856	20.201	20.352
Si	20.192	18.066	20.315
Si	17.769	25.89	20.026
Si	19.924	23.667	20.572
Si	17.559	31.41	20.281
Si	20.741	28.425	20.516
Si	23.329	3.583	20.337
Si	25.664	1.487	20.067
Si	23.698	9.264	20.567
Si	25.78	6.843	20.39
Si	23.517	14.76	20.212
Si	25.692	12.526	20.192
Si	23.32	19.957	20.372
Si	25.786	17.991	20.131
Si	22.984	26.171	20.363
Si	26.348	22.535	20.45
Si	23.15	31.683	20.321
Si	26.246	27.878	20.506
Si	28.831	3.615	20.28
Si	31.257	1.684	20.226
Si	28.805	9.356	20.291
Si	30.939	6.983	20.413
Si	28.524	14.807	20.292
Si	31.002	12.779	20.503
Si	28.521	20.399	19.909
Si	30.555	18.137	20.292
Si	28.562	25.724	20.16
Si	30.738	23.493	20.586
Si	28.833	31.084	20.433
Si	31.01	28.773	20.594
Si	15.307	12.929	27.289
Si	5.455	1.902	24.764
Si	-7.032	21.384	27.914
Si	-13.139	4.934	25.93
Si	-11.995	6.708	23.533
Si	-4.686	14.057	26.541
Si	-7.261	21.136	30.835
Si	18.521	8.633	24.53
Si	-9.884	19.776	31.419
Si	-19.51	16.216	26.344
Si	-14.08	35.335	32.495
Si	-10.013	30.555	28.472
Si	9.338	12.991	24.997
Si	6.92	-0.608	32.573
Si	-1.528	7.336	27.203
Si	32.041	-0.969	28.847
Si	4.683	19.06	25.271
Si	-15.241	17.573	24.594
Si	5.443	27.861	22.498
Si	0.964	25.582	33.194
Si	3.763	21.873	26.239
Si	24.804	28.462	28.496
Si	14.851	-4.554	32.929
Si	22.768	2.309	30.847
Si	11.761	-14.948	24.21
Si	14.852	-4.176	23.557
Si	8.517	6.298	30.296
Si	16.575	7.622	31.171
Si	26.479	3.79	25.235
Si	16.242	15.694	22.534
Si	-1.693	24.32	32.178
Si	8.461	24.337	22.392
Si	35.291	31.236	23.223
Si	12.193	41.072	28.4
Si	21.905	-8.19	30.599
Si	39.837	-0.304	25.168
Si	-2.89	10.747	30.061
Si	12.591	-2.372	23.146
Si	11.769	3.362	30.474
Si	43.864	20.029	28.215
Si	14.945	21.091	24.959
Si	12.254	12.246	24.322
Si	34.781	4.938	30.49
Si	9.574	33.504	33.169
Si	28.675	30.886	33.24
Si	32.653	22.329	27.301
Si	30.561	9.091	24.603
Si	16.455	6.718	23.378
Si	34.135	11.852	33.09
Si	35.39	19.216	22.423
Si	35.555	1.833	30.585
Si	22.294	9.651	30.103
Si	39.847	19.119	26.721
Si	35.89	45.203	26.16
Si	27.869	31.862	23.328
Si	17.264	29.862	24.979
Si	41.791	30.6	26.729
Si	9.094	27.714	26.636
Si	30.852	0.117	26.246
Si	28.249	-15.798	25.233
Si	26.762	16.32	22.431
Si	33.975	13.935	30.881
Si	25.497	17.674	25.962
Si	25.142	17.025	28.619
Si	36.4	21.838	33.073
Si	31.853	16.462	22.435
Si	19.887	46.143	26.477
Si	15.815	34.118	33.19
Si	22.399	26.555	24.607
Si	34.398	30.305	29.687
Si	-3.148	-2.632	25.279
Si	8.335	13.65	22.419
Si	0.041	19.094	23.79
Si	10.348	6.199	22.772
Si	12.265	1.574	26.826
Si	1.985	28.397	27.531
Si	-3.079	22.63	27.752
Si	16.221	19.11	26.983
Si	-4.338	21.47	25.155
Si	10.002	17.483	32.969
Si	6.582	21.848	27.55
Si	-7.618	47.552	26.459
Si	-10.978	-1.882	31.37
Si	2.816	0.658	25.47
Si	10.235	-6.591	24.353
Si	22.148	-4.719	27.24
Si	-9.062	16.139	22.882
Si	12.213	9.633	25.536
Si	-2.376	19.236	25.57
Si	17.922	24.742	30.017
Si	4.584	17.144	33.425
Si	3.595	29.352	31.736
Si	3.806	26.007	27.457
Si	18.156	32.202	28.692
Si	19.342	-2.375	22.675
Si	12.611	-6.79	33.211
Si	10.127	13.624	29.202
Si	-6.566	23.109	33.153
Si	17.385	4.032	22.717
Si	25.814	8.927	31.536
Si	13.284	13.393	29.57
Si	18.699	16.253	26.749
Si	18.978	21.94	31.026
Si	12.881	33.347	29.8
Si	3.967	-8.939	30.634
Si	15.453	29.567	30.186
Si	11.091	-4.996	29.11
Si	13.689	-5.056	27.487
Si	26.539	11.521	32.952
Si	23.105	14.634	33.096
Si	17.524	19.984	32.917
Si	37.694	36.457	26.929
Si	23.371	7.443	24.661
Si	21.067	11.007	27.595
Si	5.131	19.111	31.203
Si	11.415	18.144	30.428
Si	13.616	18.292	28.462
Si	9.159	29.839	29.817
Si	16.357	5.28	25.953
Si	24.799	5.737	26.834
Si	24.687	9.704	23.394
Si	18.851	8.901	27.419
Si	19.543	-6.162	27.901
Si	33.726	9.134	31.836
Si	15.359	11.518	30.622
Si	41.156	24.155	28.643
Si	24.538	25.962	30.142
Si	34.489	39.733	25.31
Si	19.448	35.335	24.341
Si	53.881	39.681	31.066
Si	28.99	19.588	33.518
Si	40.288	6.196	33.007
Si	36.346	13.368	28.911
Si	26.09	4.38	32.481
Si	14.203	30.362	27.605
Si	10.576	15.919	22.343
Si	24.201	36.097	28.663
Si	29.183	12.81	31.976
Si	34.846	39.199	33.06
Si	34.573	16.527	32.45
Si	36.894	40.883	24.244
Si	32.935	34.794	25.134
Si	1.345	16.892	27.929
Si	9.883	2.14	28.322
Si	0.212	19.675	29.082
Si	3.347	6.217	27.803
Si	-4.489	33.936	25.411
Si	0.988	2.207	22.048
Si	6.102	21.836	30.405
Si	-1.486	21.684	33.291
Si	-1.512	7.834	32.662
Si	15.687	32.453	30.572
Si	11.857	31.554	25.858
Si	-5.355	43.693	22.477
Si	18.612	5.572	31.215
Si	6.728	-3.463	31.48
Si	7.385	3.615	28.912
Si	10.19	-0.055	30.382
Si	15.669	7.147	28.407
Si	5.45	11.386	27.673
Si	20.208	0.644	30.649
Si	2.289	19.451	31.393
Si	5.198	8.402	27.006
Si	-5.501	36.767	29.744
Si	11.082	27.711	22.171
Si	3.51	-6.285	31.627
Si	16.301	11.081	22.468
Si	7.882	1.728	23.313
Si	28.244	-4.627	32.525
Si	12.991	6.033	29.591
Si	4.226	16.053	28.17
Si	17.283	13.763	30.957
Si	22.257	11.655	32.31
Si	1.403	23.067	24.644
Si	10.246	5.162	32.396
Si	2.672	10.386	22.661
Si	23.751	0.493	27.376
Si	29.466	-4.79	29.807
Si	21.31	11.863	23.17
Si	22.518	2.836	33.922
Si	18.136	9.315	33.222
Si	13.499	8.252	31.049
Si	30.196	39.077	23.253
Si	26.673	32.459	27.505
Si	16.082	9.982	28.264
Si	29.008	24.944	29.789
Si	32.176	28.852	28.911
Si	38.464	1.302	30.295
Si	19.657	-12.879	24.366
Si	19.278	19.129	27.239
Si	38.301	-1.654	22.843
Si	21.96	18.655	22.63
Si	22.612	10.186	25.205
Si	13.199	26.13	24.963
Si	29.436	13.537	29.088
Si	40.586	23.878	31.692
Si	18.516	11.815	24.328
Si	24.617	40.394	29.207
Si	26.826	25.439	31.776
Si	31.341	2.609	32.583
Si	34.114	1.282	33.091
Si	29.289	11.964	24.648
Si	19.873	6.255	28.69
Si	25.405	1.281	31.87
Si	35.066	23.3	28.368
Si	20.41	33.123	22.941
Si	46.177	9.931	22.986
Si	32.332	14.193	28.366
Si	25.177	32.525	22.488
Si	24.061	39.188	31.758
Si	17.789	29.2	28.103
Si	14.521	2.833	22.621
Si	-3.392	6.094	29.119
Si	-7.122	20.39	25.212
Si	-10.639	2.81	23.029
Si	-4.943	1.227	29.93
Si	14.569	14.186	24.751
Si	2.973	16.58	25.517
Si	6.732	-6.397	27.266
Si	-7.532	24.19	27.614
Si	15.382	17.703	33.079
Si	-16.328	32.35	26.331
Si	9.745	18.406	26.031
Si	19.392	12.202	32.69
Si	13.828	-9.022	26.419
Si	27.378	5.121	22.533
Si	3.993	1.033	28.071
Si	5.116	-6.808	24.861
Si	16.846	15.244	28.683
Si	-6.524	22.603	23.505
Si	12.291	25.047	30.331
Si	19.49	25.693	32.238
Si	14.986	25.142	28.77
Si	14.997	-17.147	30.948
Si	7.796	4.616	23.435
Si	9.315	8.467	28.129
Si	6.356	-6.276	32.728
Si	10.336	15.338	26.61
Si	12.772	9.483	33.623
Si	9.792	7.921	25.171
Si	14.819	2.486	25.674
Si	11.318	23.218	28.195
Si	13.589	19.416	22.614
Si	-8.578	34.511	24.739
Si	27.711	29.512	27.82
Si	23.981	-1.102	33.227
Si	19.291	-9.875	23.303
Si	33.266	11.542	26.997
Si	6.94	7.239	24.841
Si	14.805	11.759	33.626
Si	20.594	-4.265	33.154
Si	21.15	20.708	29.033
Si	26.479	17.965	33.181
Si	22.585	14.025	24.878
Si	37.989	20.624	22.998
Si	30.201	32.669	31.098
Si	34.445	28.653	24.46
Si	41.168	11.489	27.656
Si	21.411	22.182	32.554
Si	31.627	-4.414	23.723
Si	29.945	19.816	28.718
Si	24.083	17.088	31.431
Si	32.447	9.382	29.098
Si	32.45	21.771	22.306
Si	20.282	24.776	25.488
Si	25.043	25.181	24.936
Si	28.578	41.064	31.123
Si	38.167	23.436	23.099
Si	31.67	-19.086	23.365
Si	32.163	5.185	25.352
Si	34.688	14.158	23.773
Si	33.208	9.931	24.632
Si	49.239	22.043	22.495
Si	39.501	17.535	29.191
Si	22.078	23.289	27.706
Si	31.667	5.245	30.841
Si	41.913	16.053	30.488
Si	33.472	26.019	23.579
Si	24.525	26.9	22.706
Si	27.138	19.216	29.346
O	4.717	11.905	26.299
O	-3.116	-1.053	32.112
O	-4.607	5.065	28.799
O	-4.084	-3.629	29.109
O	7.503	-4.998	26.985
O	5.335	0.589	28.893
O	-0.866	5.935	26.738
O	-10.715	-5.007	25.68
O	8.082	4.89	29.622
O	0.92	-0.056	33.876
O	-0.831	17.259	35.014
O	-6.407	-1.043	23.284
O	-2.654	18.415	33.89
O	6.957	11.945	27.747
O	5.542	9.774	27.777
O	0.557	27.029	33.757
O	-5.639	24.451	33.051
O	-5.276	31.091	27.951
O	4.6	14.69	28.963
O	0.529	37.857	30.327
O	-4.944	31.98	33.965
O	-1.126	30.232	28.346
O	-14.05	29.83	24.052
O	4.722	28.106	34.868
O	8.696	-8.544	30.27
O	24.766	-2.371	33.849
O	1.592	9.712	21.652
O	5.805	-0.441	33.752
O	-2.499	19.388	27.172
O	9.196	2.234	33.893
O	17.45	16.403	27.763
O	8.139	13.042	23.902
O	6.838	9.427	34.858
O	18.41	13.211	31.926
O	9.706	0.664	29.003
O	9.928	0.992	31.603
O	5.766	16.137	33.867
O	18.048	20.704	31.55
O	22.971	18.213	31.846
O	12.353	20.325	34.712
O	13.879	12.053	30.27
O	8.729	23.812	33.118
O	14.344	32.724	29.733
O	14.078	24.837	25.351
O	6.651	26.249	34.314
O	0.962	36.409	21.466
O	2.814	20.662	32.391
O	9.544	28.475	34.8
O	16.705	-1.257	25.044
O	6.471	7.577	26.373
O	7.158	-2.172	32.318
O	21.685	1.626	34.652
O	11.78	-0.372	30.345
O	-9.793	-0.699	34.325
O	3.517	16.303	32.547
O	10.791	0.142	33.96
O	8.254	7.452	33.847
O	15.427	0.761	31.811
O	13.229	3.509	21.935
O	11.686	13.29	29.461
O	1.175	20.009	30.355
O	10.715	16.542	34.055
O	10.273	22.415	34.632
O	22.94	10.699	31.183
O	17.923	14.725	34.802
O	-3.163	21.373	28.765
O	23.641	23.576	27.395
O	0.239	20.873	27.979
O	17.824	25.886	34.847
O	6.895	25.123	31.889
O	14.23	30.049	29.212
O	19.718	29.279	34.169
O	21.77	-2.156	29.804
O	23.023	2.979	24.279
O	27.036	0.295	26.02
O	17.178	6.191	31.684
O	12.77	6.799	31.017
O	11.076	5.659	33.721
O	15.981	11.847	34.719
O	21.551	10.486	23.999
O	15.723	10.158	29.845
O	8.65	1.617	21.888
O	23.319	8.725	29.232
O	22.893	13.146	32.485
O	18.682	12.727	25.665
O	29.937	11.463	31.501
O	20.532	17.489	34.621
O	18.735	19.315	33.793
O	18.987	8.222	20.884
O	24.99	32.792	32.936
O	39.419	2.582	30.005
O	23.722	27.651	27.571
O	13.124	24.791	34.286
O	12.531	33.606	28.266
O	23.444	33.505	25.828
O	27.447	21.333	20.756
O	26.681	0.72	31.063
O	17.951	3.091	23.893
O	35.455	1.111	29.146
O	31.288	22.732	32.074
O	23.785	8.986	34.852
O	19.612	1.062	24.235
O	34.629	0.981	31.601
O	24.363	6.439	30.164
O	24.658	7.987	32.217
O	12.17	-7.653	31.931
O	39.216	0.224	31.239
O	25.528	12.404	33.857
O	19.603	17.564	26.963
O	14.432	15.466	25.73
O	21.792	22.401	34.11
O	18.388	8.137	26.068
O	16.139	27.617	33.803
O	19.77	12.907	34.093
O	26.442	38.834	21.723
O	25.041	39.724	27.787
O	23.367	25.672	34.786
O	22.997	25.648	30.454
O	21.187	29.428	32.078
O	19.189	34.182	31.55
O	22.116	4.342	34.31
O	27.239	8.341	32.013
O	32.404	-7.636	32.33
O	36.011	-3.065	33.338
O	29.814	8.535	32.131
O	35.744	-4.783	31.247
O	33.509	5.978	33.859
O	34.811	6.782	26.875
O	39.011	18.461	30.406
O	39.156	-0.964	21.651
O	35.422	12.53	33.823
O	37.487	11.472	34.873
O	31.231	15.134	23.118
O	17.705	19.369	27.601
O	26.767	20.236	28.128
O	25.46	18.828	34.076
O	24.879	27.524	29.83
O	27.635	24.71	30.589
O	20.625	25.188	31.229
O	26.284	28.693	27.835
O	30.071	24.631	33.523
O	29.444	27.984	31.434
O	17.594	38.282	22.985
O	26.174	33.871	35.079
O	2.615	2.909	19.678
O	-6.438	10.113	23.241
O	14.075	-5.542	24.008
O	-8.077	2.585	20.619
O	-2.786	7.926	23.73
O	-5.043	15.206	21.605
O	-3.927	18.993	29.406
O	2.735	1.91	33.883
O	1.826	19.429	21.114
O	-1.143	6.564	31.755
O	9.501	14.444	30.461
O	8.3	8.081	24.542
O	-1.464	22.797	22.03
O	3.299	24.527	27.832
O	12.784	9.303	32.029
O	5.49	22.001	23.836
O	5.138	29.405	31.238
O	2.698	24.456	20.819
O	0.394	11.335	34.206
O	4.74	23.138	21.709
O	2.749	29.799	20.646
O	11.76	30.871	24.396
O	-1.201	28.345	22.102
O	0.836	25.829	21.964
O	-1.597	9.869	29.749
O	14.281	2.469	24.154
O	10.372	-1.099	26.453
O	7.022	-8.751	22.936
O	12.71	2.054	30.669
O	7.798	8.6	20.832
O	17.95	5.185	25.833
O	14.486	-3.758	26.937
O	5.713	7.675	23.864
O	2.413	15.627	24.34
O	12.883	9.254	21.641
O	10.858	10.914	20.843
O	5.665	18.651	26.463
O	7.563	23.049	27.927
O	9.327	25.027	23.543
O	-5.531	20.443	25.51
O	1.675	19.239	23.681
O	8.232	25.245	21.067
O	0.958	22.362	23.252
O	5.258	23.128	29.88
O	12.57	31.096	34.766
O	9.892	27.89	21.127
O	8.205	29.914	20.738
O	9.501	14.508	25.518
O	2.247	-7.02	32.262
O	8.199	-14.121	25.615
O	15.642	1.103	25.945
O	6.732	4.433	22.216
O	15.124	10.091	22.985
O	19.73	1.025	21.566
O	17.57	14.971	21.965
O	24.214	20.46	31.664
O	13.649	13.707	20.707
O	20.14	5.462	27.318
O	19.433	23.71	24.617
O	9.419	31.216	30.641
O	5.493	16.959	28.532
O	10.637	18.734	24.729
O	5.256	22.346	26.735
O	17.483	29.411	26.52
O	9.963	38.785	31.081
O	16.25	28.781	24.304
O	11.946	29.044	22.353
O	20.322	23.161	22.087
O	6.416	25.582	25.81
O	26.573	37.141	23.77
O	14.813	26.563	27.999
O	12.611	8.952	26.938
O	21.897	-3.133	27.46
O	31.569	0.066	27.704
O	30.756	1.306	31.853
O	19.355	2.672	33.921
O	23.18	3.579	29.926
O	29.898	8.212	20.682
O	27.592	12.514	32.221
O	19.291	13.502	20.804
O	11.885	15.438	21.549
O	20.26	19.534	28.416
O	29.506	19.34	20.715
O	20.117	21.509	29.976
O	6.354	20.657	21.766
O	11.979	26.449	21.685
O	8.579	40.152	29.197
O	31.875	19.253	25.183
O	12.574	28.056	28.578
O	25.815	2.775	32.394
O	18.212	30.839	21.655
O	10.776	32.775	21.029
O	10.04	27.507	27.914
O	15.865	30.905	31.005
O	16.474	32.55	20.703
O	35.801	7.023	24.345
O	28.042	2.793	30.084
O	43.419	2.16	26.946
O	29.263	13.842	30.695
O	21.334	11.784	21.542
O	20.718	6.482	34.898
O	35.524	5.67	29.246
O	28.257	10.001	21.676
O	17.084	20.727	21.695
O	23.204	17.703	23.033
O	22.848	15.401	24.096
O	19.679	24.816	33.598
O	22.521	19.966	21.817
O	24.585	18.961	20.648
O	25.12	18.854	24.939
O	26.662	17.603	21.449
O	38.074	16.27	21.011
O	21.881	33.838	22.908
O	27.449	26.776	20.872
O	21.838	27.253	20.882
O	32.395	36.258	25.605
O	20.384	31.508	22.997
O	36.582	34.13	24.599
O	30.371	35.568	33.859
O	43.261	3.072	29.422
O	31.144	6.378	21.921
O	34.624	7.873	32.213
O	32.417	1.36	21.358
O	26.518	12.015	21.489
O	28.482	-2	24.21
O	30.613	5.333	29.62
O	28.63	12.706	25.923
O	29.739	13.802	20.765
O	27.707	22.384	23.947
O	36.714	15.912	26.548
O	32.993	16.008	21.383
O	29.559	11.911	28.955
O	32.075	20.265	22.819
O	24.004	31.652	21.744
O	33.152	13.675	24.033
O	35.182	29.629	28.436
O	29.875	29.904	20.86
O	35.608	22.766	25.121
O	21.625	23.968	29.099
O	30.36	28.842	24.542
O	28.724	38.497	23.011
O	25.289	35.373	25.369
O	21.115	26.973	28.065
O	-4.462	11.956	23.444
O	1.937	-5.53	23.927
O	-3.016	10.397	24.886
O	-3.154	1.025	26.289
O	6.259	4.159	27.9
O	-3.112	17.837	25.152
O	3.777	9.342	23.195
O	8.726	4.979	32.982
O	-0.174	17.53	23.442
O	3.513	11.572	21.91
O	11.154	21.625	28.188
O	5.702	10.558	20.817
O	3.809	20.348	25.713
O	-19.834	17.465	25.376
O	0.241	29.116	24.229
O	3.602	17.893	22.018
O	-6.676	23.034	21.958
O	11.125	18.221	32.032
O	5.339	27.154	23.932
O	3.723	17.847	24.859
O	-10.954	20.593	32.311
O	5.803	29.413	22.7
O	15.023	28.444	21.951
O	-7.077	17.441	31.941
O	9.469	-6.216	25.707
O	13.422	-15.829	27.792
O	7.819	-1.237	26.289
O	14.835	1.489	21.805
O	1.766	3.936	35.078
O	19.511	0.217	29.251
O	14.175	-14.179	33.846
O	18.425	-2.07	28.664
O	16.521	12.55	30.198
O	10.564	16.847	29.904
O	9.074	16.559	32.021
O	0.394	28.151	27.752
O	15.636	15.929	29.513
O	3.866	26.108	25.843
O	9.929	23.991	27.942
O	7.887	16.416	29.689
O	0.107	13.056	27.286
O	-10.349	19.97	29.883
O	-2.946	30.303	34.312
O	1.125	24.656	24.403
O	16.994	0.093	29.687
O	7.097	-12.748	34.76
O	23.172	-1.512	31.898
O	15.338	-1.208	27.258
O	16.398	-14.605	25.752
O	8.274	-0.084	33.258
O	15.713	3.795	26.003
O	26.164	4.995	26.299
O	20.525	3.329	23.31
O	13.954	13.414	28.079
O	31.41	-0.654	30.29
O	15.562	12.143	21.527
O	8.203	19.039	20.851
O	16.445	13.973	27.766
O	15.478	16.225	21.206
O	19.043	19.152	20.781
O	-2.751	20.75	32.849
O	20.732	11.931	31.85
O	11.93	15.171	26.421
O	17.905	14.706	29.802
O	19.643	27.281	32.492
O	9.277	23.067	21.857
O	-1.542	22.778	27.317
O	7.764	25.524	28.249
O	9.352	12.249	28.821
O	16.81	-11.525	33.805
O	17.024	2.448	32.834
O	14.593	2.241	33.904
O	16.509	5.404	20.395
O	9.843	7.433	21.866
O	21.514	10.602	29.072
O	16.556	-3.708	29.151
O	20.416	6.312	21.972
O	24.712	8	20.822
O	18.763	5.484	29.594
O	32.985	15.638	28.05
O	16.59	17.039	23.341
O	26.386	14.021	26.235
O	25.019	16.204	25.491
O	33.368	34.93	23.6
O	14.11	20.055	24.009
O	15.637	20.421	26.246
O	23.763	42.631	22.059
O	25.091	32.286	27.535
O	13.117	13.606	24.338
O	4.767	24.593	23.926
O	18.002	31.164	34.895
O	26.583	20.038	30.642
O	25.863	-10.232	31.698
O	16.452	-13.85	32.555
O	18.699	10.782	32.933
O	31.564	1.008	35.105
O	24.744	17.983	27.368
O	28.306	0.671	23.901
O	22.46	6.51	31.971
O	20.389	12.47	27.635
O	17.029	9.461	34.388
O	30.712	17.297	21.679
O	23.951	6.256	25.565
O	20.995	17.734	21.692
O	16.144	16.661	34.059
O	26.143	22.913	27.672
O	22.25	23.186	31.566
O	18.823	24.879	20.811
O	21.073	25.656	24.356
O	24.749	23.598	33.903
O	27.598	16.675	23.759
O	39.057	21.101	28.994
O	17.686	32.648	27.198
O	21.816	32.599	20.533
O	19.821	39.202	31.734
O	26.088	33.298	21.382
O	28.726	7.062	30.271
O	34.333	10.81	23.855
O	30.723	14.277	28.436
O	36.706	5.055	26.91
O	22.466	12.875	23.722
O	39.94	5.666	24.562
O	39.851	3.645	34.957
O	29.602	20.519	24.819
O	32.497	10.874	25.75
O	38.889	1.75	23.321
O	43.353	12.587	24.193
O	27.738	18.912	32.743
O	28.532	9.71	30.156
O	24.577	13.608	20.712
O	30.939	5.465	24.331
O	42.781	19.483	27.164
O	45.007	33.088	25.689
O	23.948	25.776	21.652
O	26.84	22.017	34.067
O	34.909	28.738	25.992
O	43.505	19.482	29.703
O	36.653	25.34	30.483
O	37.116	34.478	31.043
O	19.41	25.795	26.425
O	0.829	5.913	24.772
O	-1.645	-4.768	29.408
O	7.219	-10.229	31.418
O	20.654	-0.638	31.559
O	-0.525	8.042	28.257
O	2.986	13.186	24.686
O	13.46	2.619	26.553
O	13.676	14.657	30.537
O	-0.759	9.498	23.769
O	12.797	11.388	23.06
O	13.849	25.201	29.921
O	11.316	-6.408	29.859
O	18.421	18.754	24.095
O	1.515	31.483	22.048
O	-3.953	22.413	26.41
O	5.031	5.825	20.848
O	11.581	38.134	22.001
O	-0.084	20.949	33.672
O	13.256	8.866	29.547
O	1.817	19.755	34.935
O	6.228	31.418	24.268
O	4.571	44.676	28.899
O	10.351	27.468	23.569
O	8.292	33.116	24.238
O	5.507	36.052	25.422
O	11.826	-9.01	29.668
O	1.609	1.648	25.92
O	9.164	5.122	22.767
O	11.356	-5.917	33.763
O	9.325	-3.487	25.964
O	20.135	-3.586	21.907
O	11.769	-7.11	24.454
O	12.998	18.081	29.979
O	9.923	-15.432	21.673
O	3.629	18.934	30.604
O	14.68	18.683	21.673
O	17.219	8.095	23.732
O	12.41	11.252	25.619
O	10.726	8.951	28.764
O	14.745	16.817	31.875
O	7.294	20.727	26.641
O	7.003	14.375	21.869
O	16.105	14.589	31.727
O	9.583	12.145	34.794
O	8.193	35.821	24.024
O	-2.421	24.797	30.834
O	4.079	27.796	21.637
O	5.084	21.322	33.82
O	6.237	0.879	25.783
O	25.742	10.505	31.954
O	12.827	-5.697	26.291
O	11.056	-16.35	23.825
O	8.552	9.868	27.81
O	15.155	-4.162	31.381
O	17.511	8.747	31.857
O	12.495	14.865	34.845
O	13.326	8.082	34.226
O	21.523	1.495	30.235
O	18.229	16.29	25.198
O	16.075	21.68	23.976
O	16.241	32.904	34.142
O	14.032	13.169	33.743
O	19.688	20.022	25.957
O	21.073	19.164	23.878
O	1.402	15.503	31.299
O	18.98	25.402	28.961
O	13.145	41.75	24.32
O	9.997	16.907	26.577
O	12.873	20.532	21.715
O	4.225	35.194	27.516
O	17.817	23.044	22.685
O	27.096	0.994	28.479
O	7.388	-2.106	35.027
O	23.908	1.936	28.1
O	12.319	-8.995	27.009
O	7.727	-3.479	30.208
O	18.168	3.631	21.371
O	22.296	11.045	26.53
O	25.22	15.902	22.77
O	25.744	8.673	29.918
O	19.243	8.328	33.864
O	34.355	17.095	26.36
O	21.238	6.364	29.568
O	9.939	14.689	28.014
O	15.403	22.765	21.659
O	21.229	23.915	26.485
O	15.154	23.011	34.699
O	9.506	14.747	22.401
O	27.149	27.011	31.933
O	21.788	27.616	33.92
O	10.94	21.718	20.604
O	18.157	23.148	30.311
O	16.704	26.873	20.841
O	12.795	30.836	26.969
O	19.442	21.216	23.653
O	17.637	4.272	35.01
O	25.413	-8.927	24.364
O	30.875	7.345	34.18
O	27.112	17.569	26.166
O	32.889	2.353	33.016
O	24.08	17.036	29.819
O	27.001	4.766	33.775
O	25.637	25.193	26.436
O	22.637	8.599	25.555
O	10.574	6.773	24.287
O	28.464	20.2	34.921
O	23.465	20.359	34.821
O	31.318	19.551	29.538
O	15.169	18.702	28.166
O	22.948	15.515	21.532
O	23.46	25.441	25.116
O	19.749	35.986	25.792
O	25.252	25.456	31.488
O	35.598	22.606	34.243
O	32.025	26.678	23.994
O	24.581	33.631	23.486
O	33.867	41.232	25.215
O	29.084	33.071	30.022
O	22.347	35.418	32.333
O	28.933	-6.204	29.254
O	24.573	8.142	23.825
O	31.301	3.91	31.654
O	43.985	10.063	34.061
O	24.071	10.577	24.616
O	37.411	26.456	32.647
O	34.818	14.24	22.119
O	34.335	18.12	32.137
O	41.448	12.451	21.447
O	35.688	7.833	20.73
O	20.056	9.892	27.035
O	33.116	22.378	25.755
O	35.431	16.597	28.685
O	25.151	15.507	27.986
O	35.409	30.479	30.931
O	33.573	13.03	32.156
O	24.104	34.057	30.915
O	27.839	29.613	32.653
O	30.952	22.536	34.673
O	31.847	33.604	25.265
O	26.267	28.451	34.885
O	22.66	32.094	27.944
O	33.648	31.634	29.121
O	35.315	38.115	31.951
O	6.254	5.682	33.728
O	1.795	9.135	34.92
O	4.072	-9.562	32.111
O	3.264	6.981	34.216
O	-8.754	4.612	27.597
O	2.621	23.155	29.956
O	-2.591	2.673	20.822
O	-9.508	-5.263	23.44
O	2.391	3.354	30.46
O	2.142	11.4	26.519
O	-0.958	12.693	21.99
O	11.073	3.876	31.847
O	8.449	2.79	28.016
O	0.537	29.268	30.11
O	15.595	11.353	27.553
O	12.119	6.773	28.434
O	5.351	20.713	31.28
O	1.377	24.685	34.478
O	-3.833	14.891	34.802
O	2.262	32.128	24.527
O	4.124	31.559	22.685
O	6.529	27.086	21.586
O	-4.854	35.526	25.473
O	-3.551	23.945	28.544
O	-7.305	-4.622	21.898
O	7.422	6.65	31.462
O	10.415	-3.846	30.051
O	14.22	-3.306	33.761
O	3.528	0.103	26.83
O	13.828	10.587	34.119
O	4.293	8.851	25.736
O	15.418	6.961	22.136
O	10.673	9.282	25.128
O	2.748	27.067	28.009
O	1.79	10.535	32.197
O	3.755	17.766	34.655
O	9.071	18.523	33.788
O	0.827	23.47	28.099
O	15.425	11.338	32.216
O	7.48	14.271	34.791
O	6.977	27.787	32.221
O	-17.428	13.036	25.672
O	-0.346	8.954	32.626
O	5.63	19.407	24.003
O	18.768	4.096	31.797
O	13.968	-2.85	23.824
O	5.293	-6.288	28.008
O	18.707	-4.791	28.129
O	15.725	6.106	24.696
O	2.489	1.571	21.785
O	24.075	2.658	34.335
O	2.885	21.955	27.603
O	18.587	10.231	24.596
O	22.592	3.682	21.794
O	17.673	9.811	28.039
O	9.03	-2.406	28.281
O	15.394	14.657	23.442
O	23.769	13.97	26.02
O	15.033	7.975	31.521
O	12.709	4.487	29.797
O	24.128	29.917	28.779
O	-1.742	41.061	26.016
O	12.673	36.483	34.733
O	13.803	26.892	32.857
O	15.367	41.273	27.73
O	18.082	-7.198	31.468
O	22.271	6.881	23.628
O	19.866	8.077	23.84
O	15.455	6.389	34.91
O	20.23	5.657	24.671
O	16.152	6.122	27.294
O	28.208	14.037	28.153
O	28.497	-5.26	34.01
O	13.618	24.504	20.875
O	12.491	18.283	22.915
O	19.369	14.851	27.127
O	9.588	7.605	26.761
O	14.519	6.31	29.163
O	21.823	15.411	33.724
O	16.433	24.977	29.447
O	19.373	7.769	28.43
O	9.063	11.949	26.198
O	17.085	11.97	23.58
O	28.439	31.801	21.824
O	12.755	31.38	21.959
O	19.819	22.426	32.334
O	12.677	19.459	27.814
O	14.796	-8.746	27.704
O	24.712	5.255	32.525
O	25.833	6.832	34.88
O	24.845	21.493	29.344
O	40.268	18.48	28.138
O	22.268	10.848	33.722
O	27.356	10.585	33.951
O	19.771	12.292	23.432
O	27.037	16.696	34.024
O	17.395	10.198	21.667
O	21.145	13.947	25.585
O	23.705	15.619	31.974
O	33.502	9.034	30.248
O	36.435	20.448	22.552
O	25.523	26.279	23.834
O	31.462	28.42	34.949
O	35.325	13.383	30.16
O	29.957	13.213	33.352
O	29.598	24.655	20.961
O	28.642	29.358	26.486
O	30.484	31.268	25.755
O	35.638	46.2	27.44
O	21.783	21.7	27.915
O	16.742	7.537	29.561
O	29.072	9.145	35.033
O	33.061	10.614	28.28
O	24.818	20.952	26.565
O	30.606	12.843	24.311
O	27.856	3.944	21.54
O	25.76	3.62	29.094
O	21.31	8.639	30.915
O	37.851	18.422	32.657
O	37.08	7.42	28.022
O	33.344	18.249	28.48
O	26.506	17.722	29.189
O	24.106	14.498	34.362
O	28.609	15.408	25.864
O	35.366	29.677	23.641
O	33.836	16.08	33.833
O	25.128	25.057	28.953
O	33.06	21.663	20.82
O	32.777	13.731	29.839
O	14.048	22.267	25.608
O	29.684	39.641	27.831
O	25.297	21.249	23.863
O	26.881	37.512	31.152
O	15.791	3.82	22.559
Si	0.044	2.69	8.162
Si	2.754	-0.048	8.141
Si	0.004	8.152	8.21
Si	2.756	5.378	8.19
Si	0.001	13.607	8.191
Si	2.735	10.861	8.217
Si	0.012	19.023	8.122
Si	2.737	16.309	8.181
Si	0.012	24.474	8.102
Si	2.721	21.741	8.11
Si	0.027	29.914	8.131
Si	2.741	27.179	8.134
Si	5.475	2.675	8.192
Si	8.177	-0.036	8.151
Si	5.478	8.114	8.219
Si	8.182	5.418	8.237
Si	5.453	13.598	8.208
Si	8.196	10.874	8.243
Si	5.449	19.049	8.173
Si	8.18	16.341	8.186
Si	5.434	24.457	8.134
Si	8.161	21.767	8.183
Si	5.466	29.894	8.135
Si	8.148	27.195	8.149
Si	10.869	2.719	8.2
Si	13.59	-0.004	8.221
Si	10.907	8.165	8.233
Si	13.581	5.466	8.234
Si	10.899	13.609	8.207
Si	13.633	10.916	8.2
Si	10.889	19.08	8.168
Si	13.615	16.344	8.189
Si	10.874	24.502	8.153
Si	13.602	21.808	8.126
Si	10.859	29.941	8.187
Si	13.596	27.233	8.171
Si	16.292	2.742	8.249
Si	19.023	0.022	8.218
Si	16.304	8.202	8.214
Si	19.019	5.483	8.251
Si	16.34	13.653	8.168
Si	19.044	10.941	8.184
Si	16.324	19.087	8.128
Si	19.047	16.375	8.101
Si	16.303	24.523	8.134
Si	19.03	21.811	8.131
Si	16.329	29.942	8.185
Si	19.039	27.244	8.112
Si	21.754	2.731	8.207
Si	24.501	-0.011	8.182
Si	21.771	8.21	8.216
Si	24.492	5.456	8.197
Si	21.77	13.646	8.134
Si	24.511	10.925	8.155
Si	21.746	19.073	8.082
Si	24.495	16.347	8.118
Si	21.755	24.53	8.094
Si	24.47	21.792	8.069
Si	21.75	29.959	8.177
Si	24.491	27.234	8.156
Si	27.227	2.726	8.207
Si	29.994	-0.021	8.147
Si	27.213	8.166	8.182
Si	29.962	5.441	8.173
Si	27.229	13.611	8.127
Si	29.943	10.878	8.187
Si	27.195	19.061	8.104
Si	29.941	16.331	8.113
Si	27.202	24.502	8.119
Si	29.952	21.745	8.133
Si	27.247	29.945	8.117
Si	29.953	27.203	8.097
Si	1.389	4.035	9.553
Si	4.102	1.311	9.527
Si	1.367	9.509	9.565
Si	4.1	6.759	9.561
Si	1.367	14.968	9.537
Si	4.092	12.237	9.564
Si	1.365	20.393	9.494
Si	4.086	17.691	9.529
Si	1.37	25.82	9.487
Si	4.075	23.097	9.499
Si	1.386	31.266	9.504
Si	4.097	28.545	9.508
Si	6.811	4.052	9.566
Si	9.519	1.334	9.542
Si	6.823	9.501	9.577
Si	9.542	6.798	9.582
Si	6.811	14.984	9.55
Si	9.551	12.251	9.584
Si	6.803	20.407	9.541
Si	9.531	17.714	9.539
Si	6.786	25.835	9.512
Si	9.52	23.143	9.53
Si	6.817	31.266	9.517
Si	9.497	28.572	9.537
Si	12.227	4.081	9.574
Si	14.929	1.371	9.592
Si	12.279	9.544	9.568
Si	14.966	6.82	9.583
Si	12.256	14.984	9.556
Si	14.992	12.283	9.548
Si	12.253	20.448	9.513
Si	14.979	17.724	9.516
Si	12.229	25.873	9.526
Si	14.954	23.161	9.506
Si	12.22	31.302	9.565
Si	14.959	28.587	9.542
Si	17.66	4.107	9.601
Si	20.396	1.373	9.575
Si	17.694	9.561	9.547
Si	20.405	6.842	9.576
Si	17.705	15.019	9.501
Si	20.423	12.293	9.526
Si	17.677	20.445	9.494
Si	20.403	17.722	9.472
Si	17.681	25.879	9.485
Si	20.401	23.17	9.47
Si	17.67	31.31	9.562
Si	20.391	28.584	9.512
Si	23.121	4.094	9.548
Si	25.861	1.347	9.54
Si	23.156	9.566	9.537
Si	25.857	6.807	9.546
Si	23.139	14.992	9.496
Si	25.877	12.265	9.516
Si	23.111	20.434	9.441
Si	25.848	17.704	9.481
Si	23.125	25.856	9.483
Si	25.833	23.136	9.456
Si	23.13	31.3	9.54
Si	25.875	28.593	9.486
Si	28.603	4.083	9.542
Si	31.34	1.334	9.523
Si	28.577	9.518	9.532
Si	31.304	6.791	9.557
Si	28.591	14.968	9.488
Si	31.303	12.248	9.533
Si	28.571	20.402	9.482
Si	31.304	17.682	9.49
Si	28.587	25.851	9.467
Si	31.317	23.12	9.482
Si	28.607	31.289	9.489
Si	31.309	28.555	9.47
Si	0.032	-0.038	10.877
Si	2.753	2.669	10.905
Si	0.011	5.414	10.894
Si	2.73	8.135	10.907
Si	0.001	10.897	10.889
Si	2.726	13.618	10.9
Si	0.003	16.334	10.877
Si	2.722	19.046	10.887
Si	0.01	21.764	10.858
Si	2.727	24.466	10.869
Si	-0.002	27.188	10.829
Si	2.736	29.906	10.873
Si	5.465	-0.036	10.89
Si	8.175	2.697	10.912
Si	5.463	5.414	10.933
Si	8.184	8.153	10.945
Si	5.45	10.872	10.916
Si	8.171	13.624	10.912
Si	5.442	16.348	10.904
Si	8.158	19.056	10.91
Si	5.431	21.756	10.893
Si	8.147	24.494	10.893
Si	5.453	27.205	10.901
Si	8.163	29.941	10.929
Si	10.874	0.005	10.941
Si	13.576	2.734	10.963
Si	10.894	5.442	10.943
Si	13.629	8.187	10.944
Si	10.92	10.894	10.935
Si	13.622	13.629	10.916
Si	10.889	16.357	10.902
Si	13.609	19.08	10.874
Si	10.885	21.789	10.892
Si	13.596	24.513	10.883
Si	10.874	27.233	10.903
Si	13.598	29.952	10.91
Si	16.305	0.009	10.924
Si	19.032	2.738	10.939
Si	16.304	5.458	10.972
Si	19.04	8.198	10.93
Si	16.347	10.916	10.911
Si	19.06	13.657	10.874
Si	16.336	16.357	10.875
Si	19.041	19.078	10.844
Si	16.325	21.803	10.865
Si	19.039	24.509	10.846
Si	16.332	27.22	10.881
Si	19.045	29.938	10.895
Si	21.77	-0.003	10.91
Si	24.485	2.715	10.882
Si	21.76	5.454	10.913
Si	24.506	8.185	10.893
Si	21.778	10.912	10.887
Si	24.5	13.619	10.864
Si	21.761	16.357	10.837
Si	24.466	19.071	10.813
Si	21.761	21.797	10.819
Si	24.485	24.491	10.835
Si	21.772	27.216	10.848
Si	24.512	29.929	10.872
Si	27.236	-0.034	10.864
Si	29.966	2.699	10.883
Si	27.221	5.434	10.888
Si	29.927	8.16	10.897
Si	27.226	10.886	10.882
Si	29.945	13.614	10.88
Si	27.221	16.334	10.835
Si	29.946	19.052	10.849
Si	27.207	21.789	10.819
Si	29.946	24.491	10.836
Si	27.228	27.21	10.829
Si	29.959	29.916	10.843
Si	1.386	1.31	12.258
Si	4.11	4.032	12.274
Si	1.361	6.779	12.259
Si	4.08	9.51	12.265
Si	1.357	12.264	12.245
Si	4.071	14.995	12.259
Si	1.362	17.686	12.251
Si	4.082	20.39	12.27
Si	1.372	23.109	12.244
Si	4.083	25.83	12.244
Si	1.342	28.542	12.203
Si	4.092	31.275	12.24
Si	6.816	1.34	12.263
Si	9.527	4.071	12.276
Si	6.822	6.784	12.3
Si	9.562	9.522	12.284
Si	6.798	12.261	12.259
Si	9.524	15	12.266
Si	6.781	17.713	12.28
Si	9.529	20.418	12.256
Si	6.787	23.121	12.254
Si	9.505	25.867	12.253
Si	6.798	28.582	12.294
Si	9.516	31.319	12.314
Si	12.21	1.379	12.329
Si	14.935	4.091	12.341
Si	12.272	6.804	12.286
Si	15.01	9.547	12.292
Si	12.271	12.265	12.291
Si	14.986	15	12.261
Si	12.252	17.722	12.252
Si	14.97	20.442	12.227
Si	12.235	23.162	12.254
Si	14.973	25.862	12.245
Si	12.234	28.608	12.274
Si	14.949	31.318	12.285
Si	17.65	1.381	12.285
Si	20.402	4.097	12.292
Si	17.687	6.829	12.305
Si	20.424	9.555	12.268
Si	17.715	12.285	12.244
Si	20.425	15.004	12.232
Si	17.701	17.712	12.222
Si	20.397	20.45	12.193
Si	17.697	23.148	12.234
Si	20.412	25.857	12.2
Si	17.69	28.574	12.251
Si	20.408	31.291	12.26
Si	23.143	1.358	12.258
Si	25.851	4.065	12.232
Si	23.137	6.822	12.241
Si	25.881	9.524	12.257
Si	23.155	12.248	12.242
Si	25.868	14.979	12.211
Si	23.105	17.724	12.193
Si	25.828	20.433	12.159
Si	23.114	23.146	12.195
Si	25.863	25.849	12.183
Si	23.153	28.55	12.217
Si	25.885	31.269	12.239
Si	28.59	1.326	12.219
Si	31.313	4.061	12.26
Si	28.56	6.797	12.249
Si	31.286	9.548	12.226
Si	28.6	12.232	12.233
Si	31.321	14.967	12.237
Si	28.591	17.681	12.199
Si	31.305	20.416	12.223
Si	28.568	23.145	12.196
Si	31.309	25.843	12.21
Si	28.591	28.556	12.192
Si	31.32	31.261	12.219

Results
total energy: -461847.462 eV
total energy less fixed offsets of O -438.25, Si -107.07 eV per atom: 4.778 eV

Forces (eV/angstrom) on atoms 55 to 1508 of the 2136, counted in the order above; the others are left out for length: element, x, y, z
Si	0.317	-0.043	0.74
Si	-0.053	-0.263	0.701
Si	-0.167	-0.03	0.656
Si	0.321	-0.019	0.702
Si	-0.132	0.136	0.747
Si	-0.269	0.169	0.752
Si	0.249	-0.103	0.707
Si	-0.325	0.226	0.672
Si	0.292	-0.08	0.697
Si	0.11	-0.209	0.7
Si	-0.231	0.265	0.818
Si	0.367	-0.308	0.697
Si	-0.164	0.115	0.685
Si	-0.206	0.312	0.669
Si	-0.081	0.25	0.681
Si	-0.133	0.291	0.616
Si	0.006	-0.376	0.648
Si	-0.043	0.117	0.788
Si	-0.003	0.011	-0.022
Si	0.013	0.014	-0.044
Si	0.014	-0.01	-0.01
Si	-0.014	-0.011	-0.028
Si	0.008	0.051	-0.049
Si	-0.055	0.011	-0.054
Si	-0.042	-0.035	0.004
Si	0.011	0.02	-0.017
Si	-0.088	-0.048	0.005
Si	-0.023	-0.006	-0.031
Si	0.016	0.008	-0.028
Si	-0.038	0	-0.058
Si	-0.006	0.026	-0.042
Si	0.04	0.002	-0.064
Si	-0.001	-0.014	-0.057
Si	0.007	-0.055	-0.053
Si	-0.009	0	-0.047
Si	0.012	-0.005	-0.047
Si	-0.039	0.06	-0.014
Si	-0.039	0.009	-0.035
Si	0.018	0.015	-0.068
Si	-0.009	-0.035	-0.027
Si	-0.018	-0.017	-0.016
Si	0.037	0.003	-0.028
Si	-0.012	-0.003	-0.031
Si	-0.03	-0.017	-0.044
Si	-0.023	0.007	-0.057
Si	-0.025	-0.012	-0.052
Si	0.06	-0.044	-0.058
Si	0.005	0.018	0
Si	0.028	-0.022	-0.05
Si	0.024	-0.005	-0.058
Si	-0.013	0.017	-0.019
Si	-0.006	-0.001	-0.031
Si	-0.008	-0.005	-0.075
Si	-0.014	0.008	-0.052
Si	0.027	-0.025	-0.028
Si	0.029	-0.035	-0.006
Si	0.036	0.006	-0.031
Si	0.007	0.027	-0.089
Si	0	0.039	-0.04
Si	0.017	0.008	-0.022
Si	0.027	-0.005	-0.046
Si	0.011	-0.023	-0.031
Si	-0.021	0.012	-0.046
Si	0.036	-0.022	-0.038
Si	0.01	0.004	-0.027
Si	0.031	-0.002	-0.036
Si	0.013	0.013	0.003
Si	0.033	-0.009	-0.034
Si	-0.031	0.007	-0.044
Si	0.01	0.025	-0.034
Si	0.008	0.01	-0.078
Si	0	0.025	-0.062
Si	-0.017	-0.025	-0.037
Si	-0.022	-0.025	-0.015
Si	0.021	0.004	-0.03
Si	-0.015	0.004	-0.07
Si	0.018	-0.019	-0.036
Si	-0.005	0.017	-0.032
Si	0.003	0.006	-0.015
Si	0.04	0.022	-0.052
Si	-0.03	-0.021	-0.084
Si	-0.005	0.006	-0.048
Si	0.007	-0.005	-0.023
Si	-0.029	0.007	-0.035
Si	-0.035	0.011	0.015
Si	-0.046	0.029	-0.014
Si	-0.004	0.007	-0.028
Si	-0.008	0.006	-0.036
Si	0.014	0.017	-0.033
Si	-0.007	0.007	-0.035
Si	-0.019	0.002	0.023
Si	0.042	-0.032	0.003
Si	-0.007	0.033	0.008
Si	0.028	-0.041	0.017
Si	-0.014	0.018	-0.003
Si	0.018	-0.023	0.026
Si	0.016	0.007	0
Si	0.067	-0.032	0.004
Si	-0.013	0.028	0.03
Si	0.012	0.011	-0.006
Si	-0.005	-0.03	0.025
Si	0.002	-0.008	-0.003
Si	-0.008	0.021	-0.007
Si	0.013	0.015	0.026
Si	0.001	0.01	0.024
Si	0	0.006	0.014
Si	-0.02	-0.001	0.025
Si	0.027	0.013	0.031
Si	0.019	0.01	0.001
Si	0.005	0.019	0.021
Si	0.01	-0.02	0.017
Si	0.003	-0.001	0.051
Si	-0.021	0.017	0.03
Si	0.036	-0.008	0.076
Si	-0.009	-0.015	-0.004
Si	0.022	0.014	0.03
Si	-0.001	0.024	-0.02
Si	0.023	0.006	0.027
Si	-0.035	-0.012	0.04
Si	0.009	0.04	-0.002
Si	-0.008	-0.01	0.01
Si	-0.01	-0.011	0.017
Si	-0.029	0.011	0.032
Si	0.007	0	0.034
Si	0.018	-0.006	0.05
Si	0.003	0.03	0.008
Si	-0.016	-0.012	0.023
Si	0.007	0.014	0.02
Si	0.003	-0.04	0.038
Si	-0.037	0.033	0.048
Si	0.008	0.021	0.026
Si	-0.026	-0.069	0.003
Si	-0.014	0	0.01
Si	-0.017	-0.012	0.015
Si	0.001	-0.025	0.03
Si	-0.024	0.013	-0.017
Si	-0.016	0.009	0.039
Si	0.011	0.003	0.016
Si	-0.023	0.032	0.024
Si	0.02	-0.021	0.026
Si	-0.01	-0.009	0.042
Si	-0.041	-0.022	0
Si	0.012	0.004	-0.006
Si	-0.009	0.006	0.005
Si	-0.005	-0.004	0.014
Si	0	0.034	0.022
Si	0.001	0.026	0.03
Si	0.005	-0.001	0.015
Si	-0.004	0.015	-0.011
Si	-0.001	0.001	0.053
Si	-0.003	-0.022	0.005
Si	-0.004	0.023	-0.009
Si	-0.006	-0.01	0.067
Si	0.01	0.026	0.019
Si	0.004	-0.021	0
Si	-0.012	-0.009	0.026
Si	0.009	0.014	0.025
Si	0.051	-0.026	0.011
Si	-0.029	-0.011	0.011
Si	0.026	0.018	0.01
Si	-0.007	0.012	0.011
Si	0.031	-0.013	0.017
Si	-0.009	0.006	0.012
Si	-0.024	0.007	-0.008
Si	0.011	-0.006	0.006
Si	-0.026	-0.008	0.021
Si	-0.015	0.006	0
Si	0.007	-0.014	-0.015
Si	-0.026	0.017	-0.007
Si	-0.012	-0.003	-0.005
Si	0.007	-0.011	0.025
Si	0.02	-0.003	0.01
Si	-0.007	0.043	0.031
Si	-0.007	-0.012	-0.011
Si	-0.02	0.001	-0.031
Si	0.018	0	0.012
Si	-0.013	0.007	-0.007
Si	0.016	-0.009	-0.004
Si	-0.015	0.005	-0.008
Si	0.008	-0.004	-0.016
Si	0.012	-0.021	-0.016
Si	0.007	0.007	0.018
Si	-0.043	-0.012	0.02
Si	-0.021	0.008	-0.039
Si	-0.012	-0.006	0.001
Si	0.009	-0.007	-0.029
Si	0	-0.011	0.003
Si	-0.014	0.012	0.015
Si	-0.009	0.004	0.015
Si	-0.013	0	-0.03
Si	0.006	0.014	-0.021
Si	0.002	-0.006	-0.007
Si	0.005	0.013	-0.01
Si	-0.008	0.012	0.002
Si	0.006	-0.008	0.019
Si	0.013	0.014	-0.018
Si	0.001	-0.001	-0.01
Si	-0.011	-0.003	-0.016
Si	0.024	-0.017	-0.018
Si	0.003	-0.003	-0.004
Si	0.021	0.023	-0.016
Si	0.02	0.005	0.001
Si	0.01	-0.006	-0.005
Si	0.026	0.012	0.032
Si	0.015	0.002	-0.004
Si	0.019	-0.002	-0.001
Si	-0.006	-0.005	-0.013
Si	-0.008	-0.007	0.016
Si	-0.011	0.018	-0.009
Si	-0.012	0.025	0.011
Si	-0.014	0.001	0.039
Si	-0.015	0.019	-0.015
Si	0.012	-0.005	-0.016
Si	0.034	-0.004	-0.001
Si	0.013	-0.005	-0.005
Si	0.01	0.007	0.032
Si	-0.014	-0.027	-0.006
Si	0.001	-0.03	0.005
Si	0.029	-0.009	-0.027
Si	0.013	0.018	0.039
Si	-0.004	-0.011	0.013
Si	-0.004	-0.02	-0.003
Si	0.001	0.009	-0.003
Si	-0.005	0.027	0.002
Si	-0.002	0.003	-0.024
Si	-0.029	0.004	-0.014
Si	0.019	-0.009	0.004
Si	0.014	-0.007	0.013
Si	0.001	0.002	0.018
Si	-0.03	0.004	0.004
Si	-0.001	-0.015	0.007
Si	0.005	-0.014	0.019
Si	0.008	0.014	0.008
Si	-0.003	0.008	-0.02
Si	0.02	0.011	-0.014
Si	0.019	0.006	-0.002
Si	0.007	-0.014	-0.013
Si	0.005	0.014	0.004
Si	-0.027	-0.002	-0.004
Si	-0.024	-0.001	-0.009
Si	0.005	-0.004	0.003
Si	0.016	-0.014	-0.006
Si	-0.009	0	-0.019
Si	0.026	0.04	-0.004
Si	-0.005	-0.016	0
Si	0.018	-0.012	-0.009
Si	0.023	-0.003	0.001
Si	0.013	0.028	0
Si	0.023	-0.022	-0.004
Si	0.014	0	-0.003
Si	-0.012	-0.008	0.031
Si	-0.011	-0.013	0.007
Si	0.001	-0.002	-0.002
Si	-0.01	0.004	0.001
Si	-0.006	-0.011	-0.008
Si	-0.005	0.015	-0.009
Si	0.017	0	0.02
Si	-0.006	-0.012	0.011
Si	0.015	0.01	0.013
Si	-0.003	-0.013	0.014
Si	0.002	0.016	0.013
Si	-0.013	0.013	0.005
Si	0.008	-0.016	0.01
Si	-0.006	-0.008	-0.008
Si	-0.002	-0.015	0.02
Si	-0.004	-0.014	0.007
Si	-0.015	0.004	0.009
Si	-0.009	0.01	0.008
Si	0	0.006	0.003
Si	-0.002	0.008	0.001
Si	0.01	-0.013	0.002
Si	-0.01	0.023	0
Si	-0.001	-0.002	0.016
Si	-0.019	-0.018	0.009
Si	-0.004	0.007	-0.005
Si	-0.016	0.002	-0.004
Si	-0.012	-0.013	-0.002
Si	-0.027	0.007	-0.008
Si	-0.003	-0.006	-0.004
Si	0.001	-0.003	0.003
Si	-0.004	-0.002	0.003
Si	0.005	0.009	0.003
Si	-0.001	0.001	0.002
Si	0.001	-0.023	-0.005
Si	-0.013	0.001	0.014
Si	-0.016	0.004	0.008
Si	-0.01	0.001	-0.006
Si	-0.011	0.001	-0.014
Si	-0.004	-0.005	0
Si	-0.005	0.006	-0.012
Si	0.003	0.006	0.003
Si	-0.002	-0.001	0.01
Si	0.006	0.015	-0.019
Si	0.005	-0.002	-0.002
Si	0	0.018	0.001
Si	-0.007	-0.021	0.007
Si	-0.006	0.001	0.001
Si	-0.008	0.004	0.005
Si	-0.003	-0.017	-0.006
Si	-0.003	0.009	0.002
Si	0.018	0.021	-0.018
Si	0.014	0.002	-0.015
Si	0.007	0.005	-0.002
Si	0.004	0.009	0.017
Si	0.009	0.007	0.003
Si	0.003	-0.019	-0.007
Si	-0.013	0.004	0.005
Si	0.007	-0.004	0.002
Si	-0.004	0.017	0.005
Si	-0.001	0.004	0.001
Si	-0.008	-0.008	0.001
Si	0.003	0.009	-0.002
Si	0.005	0.003	-0.002
Si	0.004	-0.004	-0.007
Si	0	-0.017	-0.008
Si	-0.015	-0.005	-0.02
Si	-0.012	0.008	-0.002
Si	-0.012	-0.01	-0.005
Si	-0.014	0.01	-0.012
Si	-0.01	0.004	-0.008
Si	-0.001	-0.002	-0.001
Si	-0.01	0.02	-0.006
Si	-0.001	-0.001	-0.007
Si	0.001	0.007	-0.011
Si	0.002	0.011	-0.002
Si	0	0.004	-0.009
Si	0.013	-0.011	-0.014
Si	-0.004	0.007	-0.004
Si	-0.017	-0.012	-0.007
Si	0.002	0.003	-0.022
Si	0.006	-0.003	-0.003
Si	0.001	-0.003	-0.004
Si	0.009	-0.019	-0.016
Si	0.01	-0.006	-0.02
Si	-0.001	0.002	-0.012
Si	-0.001	0.002	0.003
Si	0.008	-0.008	0.004
Si	-0.004	0.005	-0.006
Si	0.004	0.002	-0.01
Si	0.006	-0.004	-0.009
Si	0.005	0.008	-0.006
Si	0	0.002	-0.001
Si	-0.008	-0.001	-0.004
Si	-0.002	0.003	-0.005
Si	0.007	0.003	-0.007
Si	0.01	0.001	-0.005
Si	0.006	0.006	-0.009
Si	0.008	0.006	-0.001
Si	0.007	0.005	-0.002
Si	-0.005	0.008	-0.009
Si	0.006	-0.003	0.004
Si	-0.002	-0.015	-0.004
Si	-0.001	0.008	-0.011
Si	0.008	0.006	-0.011
Si	0	-0.004	0.007
Si	0.008	0.004	-0.009
Si	-0.002	0	-0.009
Si	0.003	-0.008	-0.008
Si	0.03	-0.006	0.004
Si	0.001	-0.01	-0.003
Si	0.005	-0.01	-0.002
Si	0.011	0.009	0
Si	-0.001	-0.002	-0.002
Si	-0.004	0.008	-0.003
Si	0.015	0.008	0.002
Si	0	-0.008	-0.007
Si	0.009	0.014	0.013
Si	-0.013	0.008	-0.001
Si	-0.006	0.013	-0.01
Si	0.01	0.005	0.002
Si	0.019	-0.018	0
Si	0.006	-0.007	-0.002
Si	-0.014	0.004	0.004
Si	0.001	-0.004	0.002
Si	-0.023	0.011	0.002
Si	-0.02	0.001	-0.002
Si	-0.006	-0.014	0.003
Si	0.002	0.011	-0.012
Si	0.016	-0.002	-0.007
Si	0.016	0	-0.009
Si	-0.004	0.013	0.001
Si	-0.001	-0.012	-0.001
Si	0.014	-0.002	-0.005
Si	-0.014	-0.011	0.001
Si	0.004	0.007	0.008
Si	0.002	-0.004	0.009
Si	0.001	0.001	0.006
Si	0.006	-0.002	0.006
Si	-0.006	-0.002	0.009
Si	-0.007	0.014	0.001
Si	-0.004	-0.026	-0.003
Si	0.004	0.003	0.014
Si	0.005	-0.006	0.01
Si	0.011	0.005	0.002
Si	0	0	0
Si	0.008	-0.005	0.004
Si	0.005	-0.007	0.016
Si	-0.006	0.004	0.003
Si	-0.005	0.012	0.015
Si	0.012	-0.009	-0.002
Si	-0.017	0.001	0.018
Si	0.017	0.004	0.003
Si	-0.005	0.007	0.01
Si	-0.006	0.003	0.007
Si	0.001	-0.002	0.01
Si	-0.007	0.006	0.003
Si	-0.006	0.007	0.004
Si	-0.009	0.002	0.016
Si	-0.007	0.003	0.004
Si	-0.003	0	0.004
Si	-0.001	0.005	0.003
Si	-0.001	0.001	0.003
Si	-0.001	0.014	0.007
Si	0.014	0.002	0
Si	0.007	0.003	0.004
Si	-0.011	0.017	-0.006
Si	0.009	0.001	0.015
Si	-0.003	0.004	0.003
Si	-0.006	0.005	-0.003
Si	0.004	0.018	0.009
Si	-0.006	-0.002	0.002
Si	-0.002	0.001	0.006
Si	0.009	-0.009	0.007
Si	0	-0.009	0.009
Si	0.01	-0.023	-0.004
Si	0.008	-0.008	0.001
Si	-0.004	-0.009	0.003
Si	0.003	0.001	-0.004
Si	-0.01	0.001	0.008
Si	0.002	-0.001	-0.001
Si	0.006	0.002	0.004
Si	-0.006	-0.012	0.003
Si	0	-0.006	-0.007
Si	-0.002	0.009	-0.001
Si	-0.015	0.004	0.008
Si	0.012	-0.007	0.007
Si	0.007	0.007	-0.002
Si	0.001	-0.014	0.005
Si	-0.003	0.014	0.007
Si	-0.006	-0.003	0.003
Si	-0.001	-0.012	0.007
Si	-0.008	0.015	0.008
Si	0.009	-0.018	0.003
Si	0.007	-0.009	0.012
Si	-0.012	0.009	-0.006
Si	-0.012	-0.001	0.009
Si	-0.007	0.006	0.011
Si	-0.002	0.005	0.009
Si	0.02	-0.001	0.006
Si	-0.006	0.013	0.006
Si	0.032	-0.04	0.009
Si	-0.038	0	-0.005
Si	0.004	0.008	-0.014
Si	0.005	0.014	-0.012
Si	-0.019	-0.023	0.002
Si	-0.008	0.007	0.001
Si	-0.003	-0.018	-0.001
Si	-0.001	0.009	0.023
Si	0.022	0.009	0.002
Si	-0.01	-0.007	-0.001
Si	0.023	-0.009	-0.009
Si	-0.008	0.012	-0.025
Si	0.01	-0.031	0.009
Si	-0.028	0.016	-0.008
Si	-0.006	0.01	-0.021
Si	0.011	-0.021	-0.011
Si	-0.001	0.008	-0.01
Si	-0.008	-0.008	-0.007
Si	0.02	0.018	0.008
Si	-0.008	-0.01	-0.005
Si	0.008	-0.016	0.007
Si	0.012	0.001	-0.009
Si	-0.027	0.008	-0.005
Si	0.013	0.009	0
Si	-0.018	0.007	-0.003
Si	0.009	0.003	0.012
Si	0.01	-0.016	-0.015
Si	0.001	-0.011	0.008
Si	-0.009	-0.002	0.003
Si	0.016	-0.002	0.006
Si	-0.006	0.001	-0.013
Si	0.006	0.022	0
Si	-0.018	-0.011	0.002
Si	-0.013	-0.005	-0.01
Si	-0.011	0.004	0.004
Si	0.003	-0.003	0
Si	-0.02	0.019	-0.009
Si	0.014	-0.002	0
Si	0.003	-0.013	-0.001
Si	-0.005	-0.007	-0.004
Si	0.008	-0.015	0.004
Si	-0.004	0.001	0.007
Si	0.01	-0.008	-0.005
Si	-0.005	0.03	0.013
Si	0.008	0.005	-0.005
Si	0.014	-0.002	-0.001
Si	-0.004	0.022	0
Si	0	-0.006	-0.003
Si	0.008	0.012	-0.011
Si	-0.006	-0.002	0.026
Si	0.029	-0.004	-0.001
Si	-0.008	0.019	0
Si	0.007	-0.004	-0.004
Si	0.001	0.009	0.01
Si	-0.003	0.012	0.003
Si	-0.006	0.003	-0.018
Si	0.004	0.001	-0.01
Si	-0.01	-0.005	-0.013
Si	0.001	-0.006	-0.012
Si	0.014	-0.014	0.01
Si	0.01	-0.01	0.003
Si	0.003	0.022	0.006
Si	0.011	-0.009	0.008
Si	-0.005	0.014	-0.007
Si	0.027	0.001	-0.006
Si	-0.005	-0.007	0.012
Si	-0.014	-0.022	-0.013
Si	0.014	0	-0.002
Si	-0.011	-0.008	-0.006
Si	-0.018	0.004	0.01
Si	-0.007	-0.014	-0.006
Si	-0.017	-0.003	-0.006
Si	-0.019	-0.025	-0.005
Si	0.021	0.023	-0.052
Si	-0.022	-0.001	-0.014
Si	-0.004	0	-0.026
Si	0.032	-0.027	-0.004
Si	0.007	-0.009	0.006
Si	-0.026	0.042	-0.01
Si	-0.013	-0.02	0.01
Si	0.019	0	0.006
Si	-0.014	-0.021	0.006
Si	-0.01	0.016	-0.024
Si	0	-0.007	0.016
Si	0.02	-0.011	0.016
Si	0.012	0.012	0.026
Si	0.009	0.044	0.007
Si	0.01	-0.005	-0.01
Si	0.012	-0.011	0.014
Si	0.005	0.002	0.014
Si	0.003	-0.021	0.001
Si	0.004	-0.025	0.015
Si	0.006	0.009	-0.008
Si	-0.006	-0.002	0.002
Si	-0.021	-0.004	-0.009
Si	0.035	-0.011	0.007
Si	0.031	-0.003	0.015
Si	-0.005	-0.002	-0.016
Si	-0.009	0.007	0.023
Si	-0.015	0.027	0.012
Si	-0.001	0.022	-0.014
Si	-0.008	0.022	0.02
Si	-0.008	0	-0.017
Si	-0.001	-0.001	0.004
Si	-0.003	0.004	0.006
Si	0.004	-0.004	-0.013
Si	0.023	0.023	-0.009
Si	0.015	-0.008	-0.017
Si	-0.008	-0.026	0.017
Si	0.01	-0.006	0.013
Si	0.009	-0.007	-0.007
Si	0.008	0.008	-0.008
Si	0.003	0.007	0
Si	-0.007	0.02	0.016
Si	0.009	-0.005	-0.024
Si	0.018	-0.019	0.022
Si	0	0.013	-0.004
Si	-0.005	-0.009	0.025
Si	-0.018	0.001	0.007
Si	0.03	-0.012	-0.017
Si	-0.003	0.015	-0.015
Si	-0.001	-0.014	0.008
Si	0.009	0.022	-0.018
Si	-0.026	-0.002	0.007
Si	-0.026	-0.016	-0.008
Si	-0.005	0	0.009
Si	0.025	-0.018	-0.039
Si	0.009	-0.03	0.01
Si	0.007	0.004	-0.003
Si	-0.01	-0.039	-0.015
Si	0.004	0.003	0.009
Si	-0.034	0.02	-0.019
Si	0.002	-0.027	-0.007
Si	-0.004	0.004	0.007
Si	-0.002	0.003	0.001
Si	0.018	-0.002	0.016
Si	0.01	-0.015	-0.008
Si	-0.006	0.022	0.019
Si	-0.025	-0.004	-0.036
Si	-0.001	0.01	0.013
Si	-0.017	0.021	0.005
Si	0.021	-0.015	0.009
Si	-0.006	0.027	0.051
Si	0.005	0.012	0.009
Si	0.053	0.054	0.031
Si	-0.02	-0.029	-0.01
Si	0.002	0.062	-0.059
Si	-0.002	-0.01	-0.054
Si	0	0.009	0.012
Si	0.025	0.007	-0.006
Si	0.013	-0.017	-0.024
Si	-0.001	-0.018	-0.008
Si	0.014	0.038	-0.017
Si	0	0.012	-0.006
Si	-0.005	0.018	-0.021
Si	-0.007	0.001	-0.03
Si	-0.035	-0.002	-0.024
Si	-0.015	0.001	-0.008
Si	0.009	-0.019	-0.053
Si	0.018	0.003	-0.037
Si	-0.036	0.014	-0.02
Si	-0.007	0.012	-0.013
Si	0.035	0.015	-0.026
Si	0.001	0.014	-0.043
Si	-0.002	0.011	-0.002
Si	0.033	-0.025	-0.047
Si	-0.042	0.02	-0.036
Si	-0.015	-0.014	0.008
Si	-0.034	0.026	0.033
Si	-0.027	0.031	-0.011
Si	-0.01	-0.032	-0.011
Si	0.022	0.023	-0.023
Si	0.009	0.012	-0.032
Si	-0.031	-0.012	-0.032
Si	-0.01	0.003	-0.004
Si	0.007	-0.015	0.008
Si	-0.02	-0.005	-0.031
Si	-0.007	-0.011	-0.033
Si	-0.013	-0.028	-0.015
Si	0.018	0	-0.004
Si	-0.002	0	-0.038
Si	-0.018	-0.025	-0.026
Si	0.001	0.014	-0.033
Si	0.017	-0.036	-0.025
Si	-0.003	-0.02	-0.008
Si	0.002	0.019	-0.025
Si	-0.001	-0.011	-0.016
Si	-0.032	0.008	-0.01
Si	0.012	-0.023	-0.016
Si	-0.017	-0.001	-0.032
Si	-0.006	0.003	-0.004
Si	0.039	-0.033	-0.022
Si	-0.013	0.024	-0.024
Si	-0.047	0.006	0.001
Si	-0.017	0.018	-0.014
Si	0.023	0.019	-0.019
Si	0.022	0.01	-0.02
Si	0.018	0.02	-0.038
Si	0.014	-0.017	0.006
Si	-0.033	0.041	-0.036
Si	0.013	0	-0.004
Si	0.036	-0.006	-0.016
Si	-0.026	0.022	-0.01
Si	0.071	-0.022	0.003
Si	0.006	-0.02	-0.009
Si	-0.031	0.036	-0.055
Si	-0.009	-0.014	-0.045
Si	-0.014	-0.024	-0.026
Si	0.012	-0.017	-0.027
Si	0.01	-0.015	0.028
Si	-0.003	-0.01	-0.036
Si	-0.008	0.016	-0.023
Si	-0.021	-0.004	-0.032
Si	-0.015	-0.017	0.002
Si	-0.011	-0.026	-0.022
Si	0.02	-0.014	-0.016
Si	-0.024	-0.009	0.023
Si	-0.036	-0.031	0.026
Si	-0.023	0.033	0.083
Si	0.002	-0.076	0.038
Si	-0.002	0.03	0.052
Si	-0.006	0.04	0.061
Si	-0.014	-0.07	0.015
Si	-0.002	0.017	0.026
Si	0.013	-0.027	0.058
Si	0.007	0.032	0.008
Si	-0.008	0.003	0.044
Si	0.005	-0.065	0.02
Si	-0.02	-0.017	0.083
Si	0.006	0.025	0.033
Si	0.006	0.025	0.048
Si	0.015	0.02	0.079
Si	-0.016	-0.018	0.012
Si	0.007	-0.01	0.036
Si	-0.015	-0.022	0.065
Si	-0.02	-0.01	0.031
Si	0.054	0.006	0.043
Si	-0.002	0	0.058
Si	-0.018	-0.022	0.069
Si	0.031	-0.006	0.026
Si	0.04	-0.007	0.003
Si	0.03	-0.018	0.014
Si	0.006	-0.015	0.068
Si	0.009	-0.001	0.028
Si	-0.019	-0.009	0.05
Si	-0.018	-0.023	0.055
Si	0.003	0.012	0.029
Si	0.045	-0.019	0.029
Si	-0.005	0.001	0.041
Si	0.013	0.015	0.028
Si	0.059	0.056	0.01
Si	-0.006	0.043	0.068
Si	-0.009	-0.038	0.018
Si	-0.039	-0.018	0.05
Si	0.007	-0.006	0.035
Si	0.036	0.026	0.06
Si	0	0.02	0.037
Si	0.001	0.024	0.044
Si	-0.043	0.025	0.055
Si	-0.001	0.001	0.045
Si	-0.025	-0.013	0.02
Si	0.028	-0.007	0.04
Si	-0.042	0.028	0.055
Si	0.034	0.013	0.011
Si	0.012	0.023	0.043
Si	-0.039	0.011	0.023
Si	0.022	0.02	0.041
Si	0.018	-0.002	0.048
Si	-0.018	0.008	0.054
Si	-0.016	-0.02	0.049
Si	-0.014	-0.005	0.031
Si	-0.013	0.033	0.064
Si	0.028	-0.008	0.079
Si	0.01	0.018	0.093
Si	0.016	0.03	0.044
Si	-0.004	0.026	0.033
Si	-0.018	0.009	0.039
Si	-0.003	0.034	0.033
Si	0.003	-0.006	0.061
Si	0.004	-0.014	0.097
Si	-0.007	0.023	0.028
Si	0.015	0.015	0.042
Si	0.021	-0.038	0.021
Si	0.023	-0.059	-0.004
Si	-0.007	-0.03	0.069
Si	0.037	0.032	0.055
Si	-0.002	0.012	0.044
Si	-0.012	0.026	0.056
Si	-0.345	0.466	-0.426
Si	0.666	-0.374	-0.142
Si	-0.264	0.007	-0.826
Si	0.074	-0.016	-0.546
Si	0.193	-0.212	-0.694
Si	-0.061	0.347	-0.697
Si	0.149	-0.048	-0.698
Si	-0.152	0.232	-0.738
Si	-0.181	0.308	-0.699
Si	0.105	-0.168	-0.727
Si	-0.397	0.258	-0.664
Si	0.301	-0.126	-0.695
Si	0.226	-0.245	-0.767
Si	-0.05	0.179	-0.656
Si	0.017	0.002	-0.577
Si	0.037	-0.317	-0.799
Si	0.207	-0.096	-0.803
Si	0.041	0.176	-0.715
Si	-0.111	0.136	-0.796
Si	0.08	-0.154	-0.78
Si	-0.333	-0.11	-0.731
Si	-0.255	0.357	-0.802
Si	-0.189	0.097	-0.698
Si	0.15	0.099	-0.674
Si	-0.16	-0.052	-0.794
Si	-0.182	0.257	-0.73
Si	0.101	-0.133	-0.674
Si	-0.451	0.374	-0.526
Si	-0.167	0.069	-0.769
Si	0.052	-0.192	-0.803
Si	0.145	-0.384	-0.736
Si	-0.092	0.142	-0.761
Si	-0.168	0.093	-0.74
Si	0.139	-0.085	-0.756
Si	0.082	-0.23	-0.738
Si	-0.133	0.151	-0.784
Si	0.211	-0.197	-0.672
Si	-0.153	0.322	-0.641
Si	-0.138	0.113	-0.725
Si	0.315	-0.094	-0.714
Si	-0.209	0.26	-0.774
Si	0.071	-0.138	-0.653
Si	-0.116	0.201	-0.72
Si	0.092	-0.227	-0.756
Si	-0.035	0.018	-0.504
Si	0.206	-0.262	-0.757
Si	0.179	-0.204	-0.748
Si	-0.155	0.201	-0.686
Si	-0.145	0.357	-0.692
Si	0.212	-0.075	-0.757
Si	-0.44	0.181	-0.643
Si	0.155	-0.197	-0.743
Si	-0.117	0.108	-0.699
Si	0.049	-0.178	-0.726
Si	-0.158	0.374	-0.688
Si	0.065	-0.273	-0.746
Si	0.008	-0.251	-0.696
Si	-0.177	0.134	-0.833
Si	0.168	-0.37	-0.59
Si	-0.026	0.296	-0.727
Si	0.028	0.235	-0.691
Si	0.025	-0.192	-0.569
Si	-0.22	0.16	-0.766
Si	0.323	-0.266	-0.688
Si	-0.05	0.252	-0.621
Si	0.107	-0.369	-0.68
Si	0.006	0.065	-0.551
Si	0.226	0.003	-0.689
Si	0.054	-0.013	-0.488
Si	0.192	-0.108	-0.692
Si	-0.238	0.095	-0.76
Si	0.275	-0.292	-0.732
Si	-0.048	-0.017	0.086
Si	0.089	-0.068	-0.098
Si	-0.041	-0.114	0.126
Si	0.045	-0.018	0.004
Si	-0.125	-0.003	-0.113
Si	0.063	0.087	-0.076
Si	0.054	0.073	-0.027
Si	-0.046	-0.109	-0.116
Si	-0.066	-0.059	0.01
Si	-0.051	0.017	-0.118
Si	0.055	-0.111	0.164
Si	0.176	0.035	-0.031
Si	0.039	-0.069	-0.006
Si	-0.261	0.214	-0.026
Si	-0.101	0.032	-0.059
Si	0	0.031	-0.066
Si	0.064	0.064	-0.061
Si	0.122	0.068	-0.052
Si	-0.022	-0.031	-0.159
Si	-0.101	0.027	0.16
Si	0.062	0.064	-0.113
Si	0.01	0.042	-0.03
Si	0.059	0.144	0.235
Si	0.001	-0.001	0.206
Si	0.074	-0.036	-0.148
Si	0.036	-0.12	-0.147
Si	0.084	-0.005	0.157
Si	-0.041	-0.054	0.141
Si	0.053	0.021	-0.107
Si	0.016	-0.06	-0.125
Si	-0.165	-0.038	0.231
Si	-0.02	0.032	-0.144
Si	-0.051	0.058	-0.135
Si	0.057	-0.027	0.047
Si	0.152	-0.198	0.236
Si	0.047	0.075	-0.125
Si	-0.052	0.098	-0.049
Si	-0.037	0.053	-0.18
Si	-0.028	-0.029	0.206
Si	0.141	-0.083	0.057
Si	-0.085	-0.072	-0.265
Si	0.122	-0.098	0.009
Si	0.007	0.074	0.185
Si	0.078	0.077	0.114
Si	-0.112	0.041	0.151
Si	0.053	-0.049	0.065
Si	-0.034	-0.015	-0.075
Si	-0.075	-0.054	-0.192
Si	0.057	-0.078	0.235
Si	0.007	-0.174	-0.01
Si	0.044	0.011	0.111
Si	0.146	-0.107	0.071
Si	-0.124	-0.003	0.016
Si	-0.02	0.187	-0.095
Si	0.005	0.086	-0.067
Si	0.064	0.106	-0.137
Si	-0.015	-0.106	-0.172
Si	-0.032	0.13	-0.152
Si	-0.02	-0.113	-0.084
Si	0.008	-0.013	-0.046
Si	-0.04	-0.066	-0.139
Si	0.13	0.096	0.221
Si	0.022	-0.058	-0.022
Si	0.04	-0.135	-0.012
Si	-0.013	-0.161	0.001
Si	0.001	-0.141	-0.06
Si	0.045	-0.121	-0.236
Si	0.024	0.064	0.293
Si	0.129	0.034	-0.231
Si	-0.038	0.043	0.134
Si	0.099	0.136	-0.013
Si	-0.06	0.079	-0.218
Si	0.07	0.111	-0.176
Si	0.188	0.046	-0.044
Si	-0.012	0.085	-0.103
Si	-0.044	0.061	-0.045
Si	0.009	-0.086	0.038
Si	0.013	-0.077	-0.018
Si	0.042	-0.017	-0.176
Si	0.001	0.074	0.149
Si	-0.2	-0.001	0.042
Si	-0.142	0.062	0.042
Si	0.018	0.063	0.269
Si	0.005	-0.078	-0.048
Si	0.002	-0.022	-0.085
Si	0.017	-0.035	0.151
Si	0.11	-0.044	-0.179
Si	0.005	0.031	-0.086
Si	-0.051	-0.087	-0.099
Si	0.087	-0.019	0.023
Si	0.011	-0.044	0.126
Si	0.071	-0.057	0.35
Si	0.051	0.008	-0.095
Si	-0.052	-0.051	0.037
Si	0.006	0.002	-0.193
Si	0.021	0.16	0.243
Si	0.023	-0.039	0.009
Si	-0.011	-0.074	0.171
Si	0.041	-0.078	-0.058
Si	-0.092	0.053	0.056
Si	0.162	0.091	0.014
Si	0.04	-0.066	-0.158
Si	-0.062	-0.053	0.144
Si	0.045	0.113	0.233
Si	-0.035	0.019	0.189
Si	0.023	-0.003	0.106
Si	0.016	0.053	0.034
Si	-0.016	-0.064	0.031
Si	-0.028	0.074	0.102
Si	-0.128	-0.086	0.106
Si	0.05	-0.033	0.213
Si	0.05	-0.162	-0.047
Si	0.017	0.152	-0.002
Si	0.083	-0.06	-0.02
Si	-0.078	-0.123	-0.02
Si	0.026	-0.109	0.128
Si	-0.013	0.156	0.068
Si	0.006	-0.002	0.1
Si	-0.099	-0.044	-0.147
Si	0.124	0.075	0.03
Si	-0.054	0.036	-0.238
Si	-0.012	-0.066	-0.07
Si	0.008	0.02	-0.003
Si	-0.15	0.084	0.156
Si	0.001	0.113	0.135
Si	-0.043	-0.106	0.252
Si	-0.076	0.078	-0.042
Si	-0.027	-0.002	-0.072
Si	0.068	-0.095	-0.066
Si	0.011	-0.035	0.016
Si	-0.087	0.081	-0.092
Si	-0.105	-0.02	0.192
Si	-0.152	-0.08	0.001
Si	0.054	-0.057	0.113
Si	0.019	0.078	-0.052
Si	-0.058	0.029	-0.237
Si	0.035	0.001	0.02
Si	-0.02	0.121	0.212
Si	-0.094	-0.162	0.328
Si	-0.052	0.085	0.16
Si	0.012	0.002	-0.078
Si	-0.074	0.088	-0.029
Si	0.047	-0.021	0.067
Si	0.07	-0.098	0.053
Si	0.089	0.053	0.078
Si	-0.113	-0.138	0.135
Si	0.019	0.096	-0.126
Si	0.073	0.005	-0.371
Si	0.034	0.004	0.013
Si	0.013	-0.166	0.138
Si	0.031	-0.148	0.088
Si	0.097	0.016	0.176
Si	0.132	-0.151	-0.158
Si	-0.01	-0.003	-0.116
Si	-0.025	-0.002	0.046
Si	-0.174	-0.023	0.027
Si	-0.062	-0.015	0.145
Si	-0.057	0.046	0.054
Si	-0.069	0.043	-0.045
Si	-0.144	-0.026	-0.08
Si	0.012	0.032	0.17
Si	0.061	0.022	0.174
Si	0.004	-0.065	-0.15
Si	-0.057	0.048	0.016
Si	0.094	-0.116	-0.221
Si	-0.036	0.157	-0.071
Si	-0.009	-0.116	-0.181
Si	0.063	-0.093	-0.199
Si	0.012	0.055	0.206
Si	-0.108	-0.052	0.047
Si	-0.108	0.027	-0.056
Si	-0.008	-0.016	0.132
Si	0.09	0.017	0.206
Si	0.029	0.047	-0.114
Si	-0.06	0.095	0.099
Si	-0.027	0.087	-0.204
Si	-0.046	0.142	-0.017
Si	-0.133	0.081	0.165
Si	0.006	0.006	-0.125
Si	-0.005	-0.127	0.289
Si	0.076	-0.106	0.164
Si	0.02	-0.059	0.042
Si	0.177	0.023	-0.137
Si	0.093	-0.004	-0.017
Si	-0.045	-0.018	-0.056
Si	0.129	-0.076	0.188
Si	0.057	0.077	0.085
Si	-0.039	-0.064	0.006
Si	0.003	-0.031	-0.202
Si	-0.129	0.016	-0.085
Si	-0.048	-0.061	-0.077
Si	-0.025	0.053	-0.214
Si	-0.016	-0.041	-0.073
Si	0.052	0.125	-0.21
Si	-0.022	-0.067	0.225
Si	0.131	0.053	0.27
Si	0.046	0.01	-0.12
Si	0.015	-0.001	-0.041
Si	0.229	0.078	0.191
Si	0.062	-0.035	0.1
Si	-0.022	-0.047	0.172
Si	-0.001	-0.067	-0.161
Si	0.002	-0.072	-0.066
Si	-0.04	0.105	0.12
Si	-0.018	0.088	0.052
Si	-0.027	-0.033	-0.093
Si	-0.014	-0.003	-0.218
Si	0.023	-0.001	-0.004
Si	-0.127	-0.066	-0.222
Si	0.194	0.017	0.051
Si	-0.029	0.062	-0.014
Si	0.073	0.048	-0.175
Si	0.049	-0.027	0.033
Si	-0.058	0.096	-0.075
Si	-0.047	-0.116	-0.152
Si	-0.053	0.053	0.162
Si	0.029	0.046	-0.164
Si	0.004	-0.161	0.062
Si	-0.131	-0.072	-0.134
Si	-0.066	-0.018	0.013
Si	0.058	0.052	0.237
Si	-0.013	0.07	-0.115
Si	0.108	-0.064	-0.136
Si	0.028	-0.011	0.131
Si	0.072	-0.09	-0.029
Si	-0.015	0.045	-0.125
Si	0.1	-0.082	-0.001
Si	0.17	-0.009	-0.081
Si	-0.061	-0.041	0.113
Si	0.162	-0.065	-0.241
Si	0.066	0.156	0
Si	0.037	-0.003	0.324
Si	-0.053	-0.064	-0.053
Si	0.117	-0.053	0.181
Si	-0.164	0.052	-0.093
Si	-0.008	-0.038	-0.023
Si	0.096	-0.082	0.022
Si	0.046	0.065	-0.119
Si	-0.087	-0.07	0.28
Si	0.071	-0.084	-0.107
Si	0.172	0.014	-0.06
Si	0.101	-0.027	-0.028
Si	0.159	0.074	-0.031
Si	0.009	0.008	-0.126
Si	-0.056	-0.096	-0.105
Si	0.029	0.026	0.081
Si	0.152	-0.021	-0.126
Si	-0.089	0.089	0.092
Si	-0.05	-0.054	-0.02
Si	-0.073	0.182	-0.058
Si	0.055	-0.033	0.165
Si	0.06	0.132	0.095
Si	0.126	-0.053	0.191
Si	0.137	-0.133	-0.088
Si	0.07	-0.044	-0.274
Si	-0.014	0.142	0.218
Si	-0.154	-0.028	-0.108
Si	0.103	-0.04	0
Si	0.077	0.039	0.02
Si	-0.033	0.015	-0.16
Si	0.045	-0.015	-0.043
Si	0.042	0.036	0.262
Si	-0.097	0.013	-0.095
Si	-0.27	0.086	0.086
Si	0.018	0.005	-0.054
Si	0.056	0.134	-0.159
Si	0.082	0.018	-0.013
Si	0.021	0.083	-0.185
Si	-0.033	0.02	-0.233
Si	-0.022	-0.07	-0.099
Si	-0.045	-0.038	-0.299
Si	0.084	-0.011	-0.139
Si	-0.073	-0.051	-0.233
Si	-0.012	-0.084	0.065
Si	-0.002	0.003	0.052
Si	-0.021	0.006	0.146
Si	0.075	0.172	0.096
Si	-0.028	-0.084	-0.138
Si	0.057	0.015	-0.202
Si	-0.192	0.049	0.036
O	0.315	-0.05	-0.509
O	0.102	-0.212	0.025
O	-0.236	-0.133	-0.633
O	-0.076	0.395	0.378
O	-0.275	0.162	-0.076
O	0.392	-0.477	-0.575
O	0.276	-0.132	0.406
O	-0.607	0.365	-0.33
O	-0.057	-0.196	-0.181
O	0.232	-0.613	-0.557
O	-0.064	-0.009	-0.295
O	-0.199	-0.457	0.668
O	0.08	-0.37	-0.468
O	0.079	0.309	-0.242
O	0.059	-0.121	0.35
O	0.398	0.573	-0.577
O	0.475	0.147	0.451
O	0.046	0.028	-0.047
O	0.712	0.056	0.223
O	0.037	0.202	-0.11
O	-0.251	-0.062	-0.618
O	-0.391	0	-0.317
O	0.432	-0.072	0.508
O	0.276	0.127	-0.118
O	0.559	0.023	-0.105
O	0.392	-0.033	-0.513
O	-0.672	0.178	0.135
O	-0.305	0.092	-0.279
O	0.489	-0.228	-0.027
O	0.226	0.467	-0.264
O	-0.201	0.399	-0.045
O	-0.666	-0.166	0.112
O	0.14	0.161	-0.098
O	0.116	0.22	0.233
O	-0.344	-0.164	-0.292
O	-0.188	0.624	-0.351
O	-0.037	0.192	-0.769
O	-0.009	-0.127	-0.177
O	-0.391	-0.111	0.516
O	0.216	-0.029	-0.725
O	-0.355	-0.413	0.115
O	0.148	-0.159	-0.477
O	-0.108	-0.317	-0.851
O	0.655	-0.039	-0.108
O	0.615	-0.707	0.009
O	-0.138	0.42	0.358
O	-0.165	0.06	0.254
O	0.226	0.158	-0.653
O	0.032	0.219	-0.543
O	0.421	-0.057	0.495
O	0.647	-0.072	0.472
O	-0.388	0.191	0.083
O	0.292	-0.486	0.371
O	0.163	-0.549	-0.202
O	0.283	-0.48	-0.49
O	0.235	0.03	-0.41
O	0.677	0.035	-0.37
O	-0.205	-0.056	-0.42
O	0.026	-0.055	0.029
O	0.045	-0.257	-0.227
O	-0.037	0.041	0.168
O	0.147	-0.301	-0.42
O	0.236	-0.06	-0.535
O	0.685	0.167	0.038
O	-0.135	-0.242	-0.589
O	-0.608	0.078	0.443
O	0.03	-0.301	-0.561
O	0.209	-0.158	0.002
O	-0.036	-0.235	0.048
O	-0.067	0.158	-0.586
O	-0.437	0.391	0.419
O	-0.02	0.18	-0.3
O	-0.336	0.155	-0.3
O	-0.112	0.517	0.185
O	-0.467	-0.295	-0.239
O	-0.55	-0.301	0.204
O	-0.124	-0.134	0.508
O	0.247	0.237	-0.055
O	0.289	0.636	-0.003
O	-0.371	-0.272	-0.3
O	-0.127	-0.383	0.311
O	-0.38	0.506	0.281
O	-0.318	0.427	-0.337
O	0.11	0.085	-0.093
O	-0.583	0.095	0.241
O	0.724	-0.409	0.181
O	0.172	0.217	-0.699
O	0.002	0.213	-0.389
O	-0.202	-0.073	0.165
O	0.089	-0.063	-0.053
O	0.161	0.059	0.138
O	0.297	-0.545	-0.518
O	-0.569	-0.275	0.11
O	-0.257	-0.074	0.108
O	-0.319	-0.265	0.035
O	-0.12	0.007	0.671
O	0.116	-0.329	0.06
O	-0.417	-0.312	0.177
O	-0.377	0.066	-0.235
O	0.316	-0.34	-0.672
O	0.296	-0.126	-0.002
O	-0.011	-0.201	0.66
O	-0.078	-0.402	-0.335
O	0.058	-0.449	-0.243
O	-0.136	0.249	0.606
O	-0.26	-0.561	0.122
O	0.04	-0.276	-0.47
O	-0.099	0.254	-0.426
O	0.339	-0.065	0.208
O	0.419	0.378	0.359
O	0.153	0.666	0.168
O	-0.336	-0.369	-0.097
O	0.264	-0.013	-0.284
O	0.507	-0.205	0.032
O	-0.387	0.24	0.22
O	0.175	0.178	-0.085
O	-0.258	0.041	-0.508
O	-0.254	0.207	0.059
O	-0.167	-0.19	-0.557
O	-0.245	-0.204	0.026
O	-0.315	0.274	-0.445
O	0.086	-0.081	0.69
O	0.17	0.426	-0.302
O	-0.015	0.193	-0.177
O	-0.182	0.515	0.407
O	-0.237	-0.044	-0.657
O	-0.279	0.426	-0.617
O	-0.373	-0.041	0.452
O	0.389	-0.004	0.06
O	-0.09	0.42	0.08
O	-0.046	0.186	-0.148
O	0.239	0.012	-0.443
O	-0.272	0.361	0.397
O	-0.114	0.273	0.643
O	0.131	-0.008	-0.521
O	-0.063	0.168	-0.269
O	-0.072	0.248	0.184
O	-0.186	-0.412	-0.41
O	-0.111	-0.142	-0.508
O	0.058	0.053	-0.368
O	-0.41	0.215	-0.102
O	0.439	-0.064	-0.011
O	0.653	0.171	-0.001
O	0.062	-0.161	-0.559
O	0.291	0.134	-0.802
O	0.252	-0.286	0.216
O	0.178	-0.247	-0.422
O	0.123	-0.093	0.013
O	-0.445	0.162	-0.263
O	-0.297	-0.275	0.37
O	0.374	-0.303	0.609
O	0.581	-0.136	-0.474
O	-0.154	-0.325	0.078
O	-0.224	-0.125	0.261
O	0.143	-0.171	0.408
O	-0.148	0.113	-0.501
O	-0.041	-0.08	0.497
O	0.403	0.036	-0.163
O	-0.155	0.137	-0.352
O	0.007	-0.029	0.799
O	0.034	0.243	-0.554
O	0.025	-0.146	0.276
O	-0.457	0.451	0.123
O	-0.129	-0.059	0.252
O	-0.087	-0.07	0.397
O	-0.504	-0.058	0.064
O	0.288	-0.368	0.134
O	-0.339	0.259	0.177
O	-0.024	-0.276	0.074
O	-0.422	-0.549	0.191
O	-0.047	0.331	-0.094
O	-0.102	0.163	0.284
O	0.24	-0.115	0.134
O	0.031	0.06	0.66
O	-0.106	-0.083	0.043
O	0.384	-0.042	-0.292
O	0.178	0.17	-0.444
O	-0.214	0.144	-0.052
O	0.407	-0.301	-0.105
O	0.128	-0.072	0.75
O	-0.035	-0.256	0.472
O	0.123	0.027	-0.258
O	-0.004	-0.124	0.255
O	0.187	-0.375	0.22
O	0.002	-0.118	0.557
O	0.702	-0.129	-0.33
O	0.281	-0.051	-0.161
O	0.206	0.336	-0.318
O	-0.145	0.384	-0.153
O	-0.082	-0.688	0.353
O	-0.05	-0.008	0.513
O	-0.445	0.268	-0.19
O	0.11	-0.399	-0.361
O	-0.181	0.024	-0.58
O	0.268	-0.211	-0.036
O	-0.128	0.063	0.073
O	0.114	-0.417	0.271
O	-0.749	0.082	0.087
O	0.19	-0.071	0.736
O	0.296	-0.242	0.623
O	-0.135	0.097	0.175
O	0.303	-0.013	0.078
O	-0.112	-0.021	0.366
O	0.16	0.193	0.456
O	-0.05	0.039	-0.124
O	0.025	0.738	-0.273
O	0.054	0.519	-0.221
O	-0.082	-0.281	-0.055
O	0.528	0.178	-0.053
O	0.279	-0.407	0.203
O	-0.026	0.03	0.003
O	0.773	-0.369	0.366
O	0.295	-0.493	-0.084
O	-0.347	-0.137	0.004
O	0.441	0.124	0.02
O	0.163	-0.065	0.055
O	-0.206	0.315	-0.468
O	-0.118	0.28	0.356
O	0.194	-0.264	0.185
O	0.526	-0.404	-0.073
O	-0.223	0.493	-0.11
O	-0.018	-0.029	0.237
O	-0.176	0.586	0.036
O	0.012	0.064	0.121
O	0.395	0.088	-0.011
O	0.048	-0.259	0.1
O	-0.1	0.037	0.17
O	0.246	0.473	-0.005
O	0.037	0.425	0.325
O	0.149	-0.184	0.649
O	-0.115	0.107	0.063
O	0.336	-0.206	0.525
O	0.369	0.699	0.206
O	0.036	-0.078	0.293
O	-0.058	0.046	0.162
O	0.186	-0.03	0.649
O	0.056	-0.031	0.068
O	0.423	-0.251	0.647
O	-0.007	0.051	0.242
O	-0.064	-0.479	-0.312
O	0.409	-0.059	0.147
O	-0.148	0.079	-0.283
O	-0.072	0.541	0.063
O	0.387	0.042	-0.145
O	0.094	-0.035	-0.655
O	0.429	0.093	-0.11
O	-0.069	-0.206	0.535
O	-0.305	-0.499	0.53
O	0.321	0.119	0.278
O	-0.33	0.339	0.164
O	0.429	-0.335	-0.254
O	-0.293	0.541	0.223
O	0.079	0.215	0.627
O	-0.509	-0.084	-0.664
O	0.719	0.476	0.024
O	0.058	-0.008	0.387
O	0.609	-0.235	0.39
O	-0.045	0.081	0.328
O	0.156	-0.207	0.171
O	-0.119	-0.015	0.157
O	0.312	-0.164	0.457
O	-0.082	-0.041	-0.249
O	-0.628	0.42	-0.4
O	-0.105	0.159	-0.014
O	0.318	-0.596	0.037
O	0.292	0.114	-0.195
O	-0.143	-0.246	-0.061
O	-0.017	-0.016	0.401
O	-0.152	-0.322	0.049
O	0.128	-0.496	-0.375
O	0.022	-0.465	0.57
O	0.231	0.121	0.44
O	0.414	0.51	0.122
O	0.416	-0.07	-0.368
O	-0.028	0.201	-0.271
O	0.115	0.053	-0.551
O	-0.549	-0.25	0.134
O	-0.136	-0.221	0.292
O	0	0.002	0.796
O	0.609	0.169	-0.194
O	-0.235	-0.129	0.407
O	0.322	0.039	-0.514
O	-0.398	0.185	-0.038
O	-0.551	-0.286	-0.052
O	-0.151	-0.128	0.368
O	-0.287	-0.193	0.578
O	0.218	0.024	0.509
O	-0.057	0.486	-0.227
O	0.568	-0.209	0.103
O	-0.406	-0.017	0.505
O	0.019	0.384	0.551
O	-0.126	0.192	0.185
O	0.108	-0.091	0.022
O	0.152	-0.027	0.151
O	0.013	-0.207	0.375
O	0.405	-0.251	0.073
O	-0.035	0.359	0.414
O	-0.3	0.211	0.166
O	0.172	-0.051	0.297
O	-0.474	-0.107	0.103
O	0.435	0.68	0.192
O	-0.298	0.539	0.496
O	0.125	-0.285	0.359
O	-0.335	0.551	0.356
O	0.311	0.474	0.208
O	0.017	0.213	0.428
O	0.058	0.042	-0.625
O	-0.352	-0.132	0.503
O	0.45	-0.04	0.034
O	-0.272	0.119	0.182
O	0.402	-0.111	-0.021
O	-0.08	-0.282	0.184
O	-0.164	-0.359	0.673
O	-0.221	0.098	0.528
O	-0.356	-0.511	0.398
O	0.027	-0.101	-0.367
O	0.012	0.219	-0.636
O	0.041	0.245	-0.441
O	0.111	0.067	0.296
O	0.046	-0.063	-0.943
O	0.15	-0.339	-0.521
O	-0.4	-0.424	0.32
O	-0.186	-0.267	-0.501
O	-0.434	0.299	-0.274
O	-0.624	0.115	-0.036
O	0.182	0.407	-0.67
O	-0.15	-0.352	0.028
O	-0.07	0.083	-0.462
O	0.262	0.122	-0.259
O	-0.214	0.197	-0.158
O	0.051	0.183	0.547
O	0.012	0.519	0.085
O	0.059	-0.014	-0.136
O	0.116	-0.133	-0.688
O	-0.264	-0.043	0.323
O	-0.597	-0.553	0.031
O	0.139	-0.21	0.726
O	0.248	-0.102	0.284
O	0.521	0.044	0.359
O	-0.053	0.834	-0.198
O	-0.263	-0.095	-0.086
O	0.133	-0.325	0.148
O	-0.202	0.446	0.311
O	-0.082	0.163	0.538
O	0.336	-0.1	-0.351
O	-0.098	-0.35	-0.052
O	0.266	0.212	0.22
O	-0.167	0.138	-0.578
O	-0.247	-0.172	-0.401
O	0.229	-0.515	-0.077
O	0.549	0.356	-0.084
O	-0.489	0.207	-0.064
O	0.038	-0.445	0.572
O	0.068	0.231	-0.172
O	0.28	0.368	0.352
O	-0.038	-0.261	0.373
O	0.077	0.184	-0.089
O	-0.302	0.513	-0.335
O	-0.122	0.204	-0.315
O	0.063	-0.302	0.066
O	-0.087	0.481	0.424
O	-0.314	0.154	0.054
O	0.056	-0.211	-0.057
O	0.182	-0.48	0.221
